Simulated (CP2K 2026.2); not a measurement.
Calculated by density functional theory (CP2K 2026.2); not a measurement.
Periodic cell of 2016 atoms, Si1440O576, from a study of silicon, its oxide and their interface. The atomic structure is a simulated model.
Doubt: the forces sum to 6.75 eV/angstrom along one axis rather than to zero, so they err by at least 0.0033 eV/angstrom per atom on average; the grid cutoff is modest.

Settings
functional: PBE
method: Gaussian and plane waves
basis set: DZVP-MOLOPT-SR-GTH
pseudopotentials: GTH-PBE
grid cutoff: 300 Ry, relative cutoff 40 Ry
k points: Gamma only
occupations: fixed
spin: none
net charge: 0

Cell vectors (angstrom)
a 65.28 0 0
b 0 16.32 0
c 1.0909 1.875 33.5223

Atoms and the computed forces on them: element, x, y, z (angstrom), force x, y, z (eV/angstrom)
Si 1.237 -1.103 0.379 0.012 -0.213 0.697
Si 3.879 1.338 0.547 0.242 0.035 0.67
Si 1.869 3.705 0.227 -0.221 0.21 0.816
Si 4.845 6.34 0.134 -0.295 0.025 0.795
Si 1.475 -7.1 0.074 -0.026 0.274 0.779
Si 4.362 -4.271 0.196 -0.244 0.159 0.769
Si 7.12 -1.365 0.453 -0.245 0.006 0.748
Si 9.127 1.879 0.079 0.114 -0.115 0.738
Si 6.88 4.009 0.509 0.012 -0.062 0.413
Si 9.555 6.616 0.202 -0.066 0.239 0.742
Si 6.522 9.768 0.261 0.208 -0.134 0.83
Si 9.042 -3.794 0.118 0.368 -0.226 0.802
Si 12.036 -1.474 0.023 -0.055 0.212 0.647
Si 14.962 1.123 0.116 -0.103 0.201 0.711
Si 11.95 4.609 0.033 0.099 -0.247 0.695
Si 15.198 6.731 0.092 -0.339 0.244 0.764
Si 12.034 -6.642 -0.161 -0.089 0.038 0.778
Si 14.449 -3.5 -0.107 0.116 -0.271 0.773
Si 17.297 -1.01 -0.006 0.199 -0.16 0.698
Si 20.307 1.459 0.344 -0.093 0.091 0.725
Si 17.294 4.377 0.02 0.268 -0.306 0.777
Si 20.063 6.984 0.208 -0.053 -0.05 0.602
Si 17.946 -7.076 -0.099 -0.173 0.163 0.722
Si 20.408 -4.231 0 -0.237 0.282 0.664
Si 23.245 -1.676 -0.264 -0.191 0.234 0.766
Si 25.559 1.473 0.093 -0.064 0.033 0.409
Si 23.371 3.739 -0.218 -0.095 0.134 0.644
Si 25.649 6.968 -0.314 0.018 -0.215 0.673
Si 22.623 -6.49 0.011 0.258 -0.356 0.687
Si 25.242 -4.13 -0.247 0.313 -0.056 0.606
Si 27.665 -0.827 -0.587 0.302 -0.213 0.707
Si 31.624 1.006 0.067 -0.392 0.056 0.783
Si 28.517 3.927 -0.424 -0.11 0.079 0.755
Si 31.142 6.868 -0.098 0.127 -0.281 0.669
Si 28.763 -7.304 -0.267 -0.23 0.35 0.619
Si 31.468 -4.513 -0.416 -0.281 0.326 0.717
Si 33.753 -1.301 -0.018 0.221 -0.16 0.705
Si 36.381 1.538 0.064 0.108 -0.128 0.756
Si 34.146 3.703 0.052 -0.09 0.134 0.755
Si 36.987 6.362 -0.103 -0.064 0.154 0.692
Si 33.735 -6.737 -0.142 0.23 -0.104 0.742
Si 36.948 11.826 -0.158 -0.173 0.323 0.693
Si 39.753 -1.682 -0.064 -0.144 0.124 0.717
Si 42.426 1.13 0.192 -0.167 0.054 0.793
Si 39.147 4.069 -0.067 0.264 -0.058 0.699
Si -22.758 6.427 -0.25 -0.245 0.147 0.704
Si 39.268 9.673 0.001 0.145 -0.183 0.712
Si -23.279 12.46 0.015 0.121 -0.097 0.746
Si -20.633 -1.052 -0.06 0.317 -0.233 0.767
Si -17.233 1.25 -0.061 -0.209 0.145 0.738
Si -20.552 4.171 -0.055 0.214 -0.035 0.718
Si -17.784 7.124 -0.156 0.105 -0.291 0.696
Si -20.087 9.285 -0.056 -0.188 0.127 0.762
Si -17.619 12.202 -0.068 -0.041 0.05 0.737
Si -15.105 -1.041 0.133 -0.049 -0.171 0.73
Si -12.36 1.438 -0.017 0.409 -0.155 0.611
Si -14.211 4.014 0.074 -0.493 0.197 0.643
Si -12.257 7.062 0.446 0.194 -0.156 0.778
Si -14.483 9.269 0.141 -0.342 0.292 0.696
Si -11.824 11.998 0.163 -0.165 0.107 0.743
Si -9.021 -1.629 0.096 -0.312 0.34 0.66
Si -6.776 1.747 0.231 0.109 -0.285 0.729
Si -9.072 3.916 0.171 -0.35 0.139 0.665
Si -6.469 6.626 0.508 -0.137 0.09 0.745
Si -9.675 -6.591 0.177 0.277 -0.041 0.735
Si -6.808 -3.907 0.258 0.219 -0.297 0.726
Si -3.786 -1.602 0.213 -0.166 0.201 0.706
Si -0.973 1.104 0.171 -0.241 0.229 0.786
Si -4.262 4.51 0.582 0.007 -0.167 0.751
Si -1.706 6.969 0.315 0.261 -0.042 0.661
Si -3.808 -7.056 0.402 -0.078 0.096 0.706
Si -1.636 -3.866 0.332 0.175 -0.066 0.717
Si 2.637 -0.023 1.883 -0.035 -0.017 -0.03
Si 5.486 2.597 1.7 -0.024 -0.003 -0.031
Si 2.987 5.397 1.389 0.001 0.067 -0.104
Si 5.552 8.082 1.568 -0.019 0.011 -0.048
Si 2.736 -5.518 1.395 -0.047 -0.001 -0.049
Si 5.432 -2.628 1.528 -0.022 -0.014 -0.056
Si 8.315 0.19 1.64 0.038 0.037 -0.053
Si 10.851 2.91 1.323 -0.001 0.015 -0.085
Si 8.21 5.463 1.722 0.01 0.005 -0.045
Si 10.716 -7.978 1.328 0.035 -0.03 -0.055
Si 8.055 -5.359 1.543 -0.012 0.01 -0.082
Si 10.733 -2.76 1.433 -0.052 0.029 -0.046
Si 13.351 0.014 1.369 -0.008 -0.018 -0.04
Si 16.162 2.762 1.318 -0.003 -0.005 -0.038
Si 13.515 5.677 1.373 0.061 0.002 -0.019
Si 16.348 -8.05 1.363 0.045 0.021 -0.049
Si 13.498 -5.314 1.169 0.017 0.03 -0.056
Si 16.13 -2.593 1.282 0.02 -0.003 -0.041
Si 18.839 0.058 1.435 -0.03 -0.021 -0.044
Si 21.792 2.842 1.378 0.047 0.049 -0.008
Si 18.856 5.446 1.435 -0.003 -0.011 -0.033
Si 21.613 -8.102 1.369 0.04 0.02 0.003
Si 18.87 -5.403 1.287 -0.003 -0.007 -0.056
Si 21.638 -2.65 1.2 0.02 0.005 -0.066
Si 24.26 -0.078 1.214 -0.047 -0.007 -0.009
Si 27.072 2.864 1.156 0.055 -0.013 -0.033
Si 24.333 5.513 1.062 0.022 -0.028 -0.043
Si 27.209 -8.358 1.135 -0.04 0.004 -0.018
Si 24.259 -5.483 1.359 0.001 0.005 -0.006
Si 26.939 -2.732 0.806 -0.016 0.01 -0.053
Si 29.635 -0.027 0.833 -0.014 0.011 -0.008
Si 32.671 2.553 1.453 0.011 -0.014 -0.045
Si 29.921 5.212 1.052 -0.04 0.043 -0.027
Si 32.611 -8.243 1.24 -0.017 -0.005 -0.034
Si 29.8 -5.527 0.929 0.022 -0.011 -0.069
Si 32.485 -2.909 1.06 0.002 -0.021 -0.044
Si 35.302 -0.117 1.301 -0.016 0.004 -0.078
Si 37.995 2.636 1.357 -0.003 0.016 -0.062
Si 35.348 5.332 1.241 0.011 -0.005 -0.059
Si 38.087 8.027 1.191 -0.018 -0.012 -0.04
Si 35.324 10.749 1.147 -0.018 0.002 -0.041
Si 38.071 -2.823 1.129 0.006 -0.008 -0.049
Si 40.807 -0.095 1.336 0.016 0 -0.065
Si -21.666 2.709 1.398 -0.002 0.01 -0.045
Si -24.435 5.32 1.064 -0.005 -0.004 -0.032
Si -21.705 8.062 1.14 0.017 0.006 -0.045
Si -24.433 10.841 1.27 -0.006 0.017 -0.046
Si -21.712 -2.677 1.297 -0.001 0.014 -0.043
Si -18.92 0.056 1.166 0.005 -0.007 -0.014
Si -16.078 2.881 1.186 0.027 -0.011 -0.062
Si -18.929 5.446 1.126 -0.009 0.017 -0.059
Si -16.232 8.188 1.277 0.017 -0.008 0.004
Si -19.02 10.902 1.294 0.025 -0.052 -0.055
Si -16.247 -2.744 1.286 -0.019 0.027 -0.041
Si -13.508 0.025 1.447 -0.009 -0.008 -0.049
Si -10.743 2.665 1.293 -0.005 0.009 -0.031
Si -13.384 5.457 1.683 -0.024 0.022 -0.035
Si -10.72 8.255 1.641 0.02 0.023 -0.07
Si -13.439 10.895 1.462 0.021 0.01 -0.042
Si -10.709 -2.675 1.389 -0.005 -0.018 -0.042
Si -7.935 0.021 1.386 -0.004 0.007 -0.063
Si -5.331 2.793 1.698 -0.011 -0.006 -0.072
Si -8.083 5.439 1.647 -0.006 -0.016 -0.055
Si -5.302 8.148 1.791 0.015 0.001 -0.071
Si -8.028 -5.49 1.47 -0.029 -0.006 -0.043
Si -5.307 -2.726 1.587 0.012 -0.013 -0.048
Si -2.621 0.014 1.472 -0.002 -0.011 -0.087
Si 0.095 2.752 1.486 -0.018 -0.019 -0.083
Si -2.715 5.585 1.89 0.026 0.028 -0.042
Si 0.043 8.046 1.483 -0.004 -0.022 -0.04
Si -2.675 -5.46 1.665 0.008 0.002 -0.041
Si 0.029 -2.736 1.541 -0.002 -0.004 -0.037
Si 1.304 1.444 3.06 -0.032 0.046 0.036
Si 4.158 4.072 2.951 -0.011 -0.016 0.038
Si 1.503 6.711 2.771 0.016 -0.041 0.028
Si 4.08 9.456 2.831 0.011 0.022 -0.003
Si 1.422 -4.136 2.825 0.008 -0.015 0.007
Si 4.111 -1.395 3.011 0.02 -0.013 0.025
Si 6.873 1.341 3.051 -0.013 -0.017 0.019
Si 9.617 4.112 2.941 0.006 -0.027 0.049
Si 6.882 6.856 3.02 0.011 0.008 0.024
Si 9.458 -6.716 2.835 -0.023 0.002 0
Si 6.756 -3.99 2.925 -0.002 -0.004 0.06
Si 9.595 -1.293 2.895 0.004 -0.06 0.032
Si 12.139 1.475 2.721 -0.039 -0.004 0.009
Si 14.832 4.175 2.687 -0.005 -0.003 0.011
Si 12.156 7.011 2.732 -0.02 0.015 0.018
Si 14.894 -6.655 2.597 -0.054 -0.047 -0.008
Si 12.177 -4.089 2.723 0.004 0.009 0.011
Si 14.804 -1.287 2.733 -0.003 0.01 0.027
Si 17.521 1.456 2.756 0.01 0.031 0.043
Si 20.342 4.146 2.701 -0.031 -0.034 0.025
Si 17.58 6.861 2.8 0.029 0.024 0.028
Si 20.263 -6.713 2.708 -0.018 0.006 0.024
Si 17.495 -4.026 2.609 0.01 0.029 -0.02
Si 20.284 -1.341 2.639 0.014 0.001 0.039
Si 23.009 1.314 2.66 0 0.011 0.024
Si 25.722 4.205 2.519 0.004 0.036 -0.007
Si 23.017 6.792 2.577 -0.004 -0.024 0.003
Si 25.789 -6.905 2.471 0.006 -0.034 -0.001
Si 22.956 -4.028 2.656 -0.047 0.018 0.019
Si 25.723 -1.435 2.456 0.027 -0.008 -0.002
Si 28.472 1.376 2.394 -0.009 -0.021 0.008
Si 31.229 3.986 2.574 -0.017 0.011 0.009
Si 28.562 6.618 2.489 0.018 -0.03 0.021
Si 31.171 -6.82 2.457 -0.021 0.004 0.022
Si 28.412 -4.072 2.232 -0.008 -0.007 -0.002
Si 31.035 -1.453 2.305 0.054 0.035 0.021
Si 34.012 1.206 2.752 0.029 -0.002 0.064
Si 36.672 4.023 2.687 -0.01 -0.003 0.057
Si 33.988 6.727 2.56 0.01 -0.015 0.012
Si 36.677 9.388 2.532 0.013 0.012 0.011
Si 33.936 12.155 2.468 -0.012 0.004 0.007
Si 36.739 -1.466 2.538 0.027 -0.019 0.02
Si 39.418 1.28 2.627 0.023 0.011 0.018
Si -23.131 4.059 2.602 -0.026 0.017 0.03
Si -25.763 6.706 2.506 0.015 -0.019 0.028
Si -23.053 9.436 2.536 0.012 0.001 -0.007
Si -25.856 12.184 2.586 0.007 0.03 0.042
Si -23.085 -1.391 2.707 -0.004 -0.006 0.048
Si -20.25 1.349 2.649 0.009 -0.031 0.025
Si -17.567 4.123 2.545 -0.014 -0.031 -0.009
Si -20.325 6.758 2.553 0.006 0.016 0.034
Si -17.592 9.564 2.638 -0.021 -0.019 0.03
Si -20.382 12.244 2.635 0.005 0.02 0.007
Si -17.65 -1.364 2.598 -0.008 0.022 0.025
Si -14.849 1.481 2.702 -0.012 0.013 0.026
Si -12.013 4.005 2.843 0.059 -0.03 -0.001
Si -14.954 6.815 2.765 -0.002 0.043 -0.015
Si -12.162 9.568 2.919 -0.006 0.017 0.047
Si -14.868 12.28 2.698 -0.015 -0.016 -0.008
Si -12.128 -1.36 2.737 0.008 -0.032 -0.006
Si -9.401 1.334 2.73 0.007 0.017 0.002
Si -6.735 4.104 3.032 0.015 0.035 0.041
Si -9.423 6.823 2.943 -0.01 -0.009 0.024
Si -6.749 -6.786 2.947 -0.007 0.019 0.025
Si -9.388 -4.056 2.805 -0.011 -0.021 0.033
Si -6.66 -1.308 2.862 -0.012 0.008 0.031
Si -3.94 1.36 2.894 0.007 -0.027 0.007
Si -1.254 4.083 2.908 0.027 -0.044 0.006
Si -4.022 6.879 3.244 -0.039 0.013 0.054
Si -1.234 -6.834 2.912 0.019 -0.003 -0.006
Si -4.041 -4.111 2.989 -0.008 0.01 0.028
Si -1.318 -1.357 2.912 -0.013 0.026 0.028
Si -0.014 0 4.332 0.001 -0.005 -0.002
Si 2.765 2.765 4.33 -0.001 0.002 0.003
Si 0.139 5.424 4.231 0.006 0.036 0.004
Si 2.752 8.117 4.216 -0.016 -0.001 -0.001
Si 0.094 -5.454 4.255 0.007 0.004 0.004
Si 2.744 -2.793 4.272 -0.029 -0.011 0.012
Si 5.484 -0.026 4.345 -0.002 0.01 -0.001
Si 8.234 2.764 4.31 0.028 -0.003 -0.021
Si 5.499 5.452 4.303 -0.016 -0.005 -0.032
Si 8.217 -8.078 4.297 0.019 -0.003 0.03
Si 5.429 -5.452 4.214 0.003 -0.009 -0.037
Si 8.177 -2.645 4.237 -0.006 -0.005 -0.031
Si 10.929 0.08 4.211 0.018 -0.001 0.004
Si 13.538 2.797 4.094 -0.002 0.023 0.002
Si 10.938 5.564 4.195 -0.006 0.02 -0.016
Si 13.579 -8.018 4.063 0.018 0.009 -0.003
Si 10.867 -5.398 4.167 0.016 0.017 -0.001
Si 13.529 -2.703 4.104 0.011 -0.012 -0.016
Si 16.189 0.063 4.097 -0.003 0.003 -0.006
Si 18.976 2.767 4.062 -0.002 -0.007 -0.028
Si 16.21 5.484 4.1 0 0.007 -0.015
Si 18.974 -8.103 4.1 0.006 0 0.004
Si 16.222 -5.367 4.048 0.022 -0.024 0.02
Si 18.928 -2.715 3.985 -0.002 0 0.003
Si 21.634 0.006 4.03 0.01 0 0.001
Si 24.433 2.731 3.901 -0.037 0.016 -0.02
Si 21.691 5.499 4.031 -0.004 0.016 0.033
Si 24.427 -8.188 3.911 -0.007 0.012 -0.005
Si 21.641 -5.383 4.047 0.013 -0.011 0.015
Si 24.397 -2.707 3.939 -0.023 0.03 0.022
Si 27.114 -0.018 3.779 -0.003 -0.015 -0.019
Si 29.821 2.643 3.875 -0.018 -0.01 0
Si 27.131 5.427 3.928 0.027 -0.008 0.015
Si 29.85 -8.219 3.823 0.02 -0.009 0.012
Si 27.124 -5.441 3.747 0.034 0.014 -0.007
Si 29.761 -2.789 3.743 -0.015 -0.021 0.014
Si 32.462 -0.162 3.834 -0.032 0.005 -0.034
Si 35.336 2.644 4.036 0.015 0.005 0.017
Si 32.583 5.389 3.896 0.022 -0.004 0.018
Si 35.318 8.091 3.928 0.008 0.013 0.018
Si 32.556 10.827 3.84 0 -0.014 -0.001
Si 35.304 -2.806 3.85 -0.022 0 -0.005
Si 38.057 -0.092 3.946 -0.023 -0.003 0.001
Si -24.488 2.681 3.948 0.005 0.006 -0.003
Si -27.17 5.406 3.926 -0.008 0.005 -0.012
Si -24.446 8.096 3.894 -0.016 -0.016 -0.002
Si -27.241 10.792 3.887 0.003 0.001 -0.004
Si -24.488 -2.786 3.976 -0.015 -0.002 -0.012
Si -21.684 0.002 3.987 -0.019 0.001 -0.015
Si -18.917 2.748 3.958 0.005 0.019 0.018
Si -21.726 5.427 3.928 0.019 -0.01 -0.02
Si -18.988 8.151 3.943 -0.006 0.003 -0.021
Si -21.74 10.829 3.934 -0.011 -0.005 0.017
Si -19.005 -2.713 3.985 0.012 0.011 -0.009
Si -16.267 0.034 3.964 -0.004 -0.011 -0.04
Si -13.492 2.729 4.142 -0.018 0.006 0
Si -16.304 5.431 4.054 0.004 -0.004 0.018
Si -13.578 8.161 4.146 0.009 -0.014 -0.005
Si -16.248 10.904 4.033 0.002 -0.02 -0.006
Si -13.519 -2.7 4.08 0.01 -0.004 0.018
Si -10.786 0.006 4.109 0.011 0.018 -0.003
Si -8.125 2.679 4.231 -0.006 -0.023 -0.016
Si -10.778 5.424 4.235 -0.009 -0.037 0.009
Si -8.085 -8.149 4.297 0.018 -0.004 0.001
Si -10.782 -5.374 4.202 0.026 -0.004 -0.013
Si -8.06 -2.685 4.183 0.008 -0.022 -0.007
Si -5.325 0.022 4.247 -0.005 -0.012 0.017
Si -2.613 2.718 4.269 -0.004 0.019 0.006
Si -5.408 5.443 4.424 0.006 -0.009 0.004
Si -2.579 8.244 4.402 -0.009 0.009 0.003
Si -5.413 -5.433 4.322 0.006 0.004 0.003
Si -2.662 -2.719 4.282 0.017 -0.002 -0.012
Si 1.418 -1.397 16.461 -0.022 0.037 -0.013
Si 4.146 1.303 16.427 -0.006 -0.03 -0.015
Si 1.395 4.05 16.381 -0.001 -0.017 -0.006
Si 4.164 6.776 16.396 0.013 0.007 -0.027
Si 1.338 -6.818 16.458 0.017 -0.013 -0.01
Si 4.109 -4.085 16.522 -0.011 0.007 0.008
Si 6.842 -1.406 16.467 -0.002 0.002 -0.012
Si 9.588 1.366 16.5 0.003 -0.014 0.005
Si 6.879 4.053 16.462 -0.012 0.003 0.006
Si 9.634 -9.502 16.452 0.002 0.019 -0.01
Si 6.88 -6.79 16.469 0.006 -0.019 0.004
Si 9.564 -4.094 16.449 -0.016 0 -0.001
Si 12.283 -1.331 16.413 -0.006 -0.006 -0.02
Si 15.048 1.409 16.396 0.012 0.009 0.003
Si 12.313 4.093 16.465 -0.005 0.017 0.005
Si 15.037 -9.535 16.468 -0.005 -0.002 -0.001
Si 12.333 -6.813 16.462 -0.009 -0.003 -0.008
Si 15.071 -4.085 16.413 -0.003 0.012 -0.013
Si 17.756 -1.322 16.376 -0.019 -0.006 0
Si 20.503 1.397 16.394 0.008 0 -0.007
Si 17.775 4.126 16.45 0.014 0.009 0.006
Si 20.454 -9.514 16.452 0.011 -0.003 -0.015
Si 17.762 -6.805 16.441 -0.005 -0.001 -0.003
Si 20.478 -4.059 16.359 -0.021 0.008 0.008
Si 23.164 -1.336 16.313 -0.003 -0.014 -0.006
Si 25.9 1.424 16.229 0 -0.011 0.003
Si 23.171 4.124 16.343 0.011 0 -0.005
Si 25.857 -9.551 16.268 0.007 -0.01 -0.003
Si 23.135 -6.816 16.356 -0.002 -0.016 0.013
Si 25.818 -4.092 16.248 -0.012 -0.016 -0.009
Si 28.593 -1.331 16.161 0.004 -0.005 -0.001
Si 31.316 1.37 16.133 0.013 -0.001 -0.004
Si 28.617 4.093 16.193 0.011 -0.011 -0.011
Si 31.264 -9.529 16.143 -0.005 -0.005 -0.007
Si 28.525 -6.845 16.175 -0.009 -0.002 -0.016
Si 31.271 -4.096 16.094 -0.008 -0.006 -0.003
Si 33.954 -1.366 16.096 0.01 -0.011 -0.011
Si 36.679 1.365 16.064 0.003 0.018 -0.012
Si 33.967 4.079 16.129 -0.006 -0.005 0.007
Si 36.653 6.769 16.124 0.008 -0.015 -0.006
Si 33.971 9.501 16.143 0.003 0.001 0.01
Si 36.662 -4.119 16.108 0.007 0.004 -0.002
Si 39.386 -1.371 16.121 0.01 0.007 -0.007
Si -23.207 1.317 16.104 0.003 0.019 -0.014
Si -25.96 4.071 16.085 0.017 -0.004 -0.009
Si -23.196 6.786 16.133 0.001 -0.007 0.006
Si -25.926 9.53 16.112 -0.006 0.005 -0.006
Si -23.168 -4.084 16.171 0.003 -0.004 0.006
Si -20.447 -1.364 16.184 0 0.014 -0.007
Si -17.754 1.33 16.238 -0.019 0.003 -0.016
Si -20.483 4.073 16.177 -0.011 -0.012 -0.005
Si -17.736 6.826 16.225 0.001 0.014 0.005
Si -20.458 9.566 16.186 0.018 0.019 -0.002
Si -17.721 -4.071 16.291 0.004 0.012 0.003
Si -15.048 -1.377 16.327 -0.007 0.009 -0.011
Si -12.332 1.326 16.316 -0.009 -0.018 -0.004
Si -15.005 4.086 16.245 0.018 0.005 -0.007
Si -12.284 6.825 16.289 0.002 0.003 -0.008
Si -15.013 9.574 16.295 0.007 -0.001 -0.004
Si -12.321 -4.071 16.377 -0.012 -0.001 0.001
Si -9.571 -1.353 16.368 -0.002 0.004 0.006
Si -6.87 1.344 16.334 -0.007 -0.004 -0.007
Si -9.572 4.083 16.321 0.011 0.001 -0.004
Si -6.791 6.844 16.356 0.007 0.002 -0.01
Si -9.563 -6.762 16.379 0.009 0.006 0.008
Si -6.838 -4.08 16.402 0.003 0.009 -0.007
Si -4.124 -1.399 16.416 -0.006 -0.003 -0.012
Si -1.347 1.331 16.39 -0.029 0.018 -0.038
Si -4.094 4.133 16.329 -0.002 0.003 -0.027
Si -1.353 6.846 16.405 0.014 0.005 0.001
Si -4.086 9.539 16.416 0 0.005 0.001
Si -1.362 -4.151 16.42 -0.006 -0.022 -0.004
Si 2.853 -0.098 17.813 0.046 -0.009 0.016
Si 5.453 2.702 17.783 0.001 0.018 -0.007
Si 2.796 5.396 17.694 0.02 -0.005 -0.036
Si 5.548 8.092 17.762 0.001 -0.009 -0.007
Si 2.685 -5.465 17.817 -0.003 0.01 0.008
Si 5.489 -2.729 17.898 0.003 0.003 0
Si 8.202 -0.047 17.802 -0.003 0.003 0.002
Si 10.977 2.734 17.863 -0.011 -0.002 -0.014
Si 8.312 5.402 17.769 -0.009 -0.01 -0.023
Si 10.978 -8.158 17.856 0.006 -0.028 0.023
Si 8.187 -5.401 17.864 -0.025 0.015 -0.015
Si 10.943 -2.729 17.758 0.004 0.024 0.013
Si 13.637 0.079 17.716 -0.018 -0.004 -0.012
Si 16.391 2.771 17.781 -0.018 0.015 -0.005
Si 13.644 5.452 17.853 -0.007 0.003 0.014
Si 16.416 -8.192 17.826 -0.006 -0.009 0.002
Si 13.732 -5.459 17.784 -0.001 0.015 0.008
Si 16.414 -2.687 17.748 -0.001 -0.012 0.005
Si 19.138 0.022 17.732 0.014 -0.006 -0.004
Si 21.83 2.813 17.768 -0.034 0.002 0.002
Si 19.135 5.446 17.891 -0.008 -0.03 0.006
Si 21.832 -8.172 17.819 -0.02 0.001 -0.002
Si 19.174 -5.441 17.755 0.025 -0.002 0.011
Si 21.813 -2.671 17.73 0.02 0.026 0.01
Si 24.54 0.088 17.591 0.014 -0.006 -0.022
Si 27.322 2.735 17.59 0.019 0.019 0.007
Si 24.561 5.435 17.728 -0.031 -0.007 0.021
Si 27.227 -8.214 17.613 0.015 -0.003 0.006
Si 24.482 -5.433 17.693 -0.004 0.049 0.015
Si 27.205 -2.671 17.493 0.012 0.014 0
Si 30.018 -0.002 17.506 -0.016 -0.006 -0.005
Si 32.643 2.736 17.53 0.008 -0.015 0.035
Si 29.94 5.478 17.573 -0.015 0.009 0.01
Si 32.636 -8.205 17.5 0.002 0.001 0.018
Si 29.917 -5.459 17.432 0 -0.006 -0.003
Si 32.619 -2.744 17.459 -0.006 0.02 0.003
Si 35.31 0.038 17.402 -0.001 -0.007 0
Si 38.006 2.694 17.472 -0.003 -0.001 0.004
Si 35.32 5.409 17.516 0.009 0.025 0.025
Si 37.974 8.183 17.456 0.007 0.003 -0.018
Si 35.324 10.861 17.516 0.01 -0.012 0
Si 38.02 -2.751 17.438 0.008 -0.005 0.002
Si 40.732 -0.014 17.505 0.005 -0.013 0
Si -21.882 2.677 17.458 -0.004 -0.001 0.008
Si -24.645 5.456 17.431 0.004 0.008 0.006
Si -21.829 8.169 17.464 -0.005 -0.002 -0.018
Si -24.562 10.866 17.483 0.001 -0.009 0.016
Si -21.827 -2.687 17.533 -0.006 -0.002 -0.008
Si -19.069 -0.08 17.603 0.008 -0.011 0.011
Si -16.401 2.729 17.552 0.007 -0.019 -0.018
Si -19.121 5.447 17.528 0.005 -0.007 0.002
Si -16.381 8.199 17.596 -0.004 -0.007 0.011
Si -19.109 10.896 17.613 -0.012 -0.028 0.022
Si -16.381 -2.736 17.731 -0.006 0.009 -0.007
Si -13.723 -0.009 17.699 0.008 -0.004 0.002
Si -10.94 2.674 17.628 -0.013 -0.001 -0.004
Si -13.631 5.435 17.605 -0.022 -0.01 0.007
Si -10.965 8.196 17.682 -0.003 -0.02 0.011
Si -13.712 10.915 17.755 -0.013 0.015 -0.001
Si -10.964 -2.687 17.713 0.014 0.023 0.012
Si -8.188 -0.023 17.743 0.029 0.005 0.002
Si -5.479 2.739 17.583 0.011 -0.001 -0.026
Si -8.214 5.501 17.627 0 0.005 0.008
Si -5.409 8.157 17.771 0.02 -0.016 -0.013
Si -8.197 -5.419 17.769 -0.016 -0.003 0.016
Si -5.518 -2.724 17.801 -0.005 0.011 -0.009
Si -2.704 -0.064 17.715 -0.02 0.006 0.004
Si -0.013 2.728 17.716 0 -0.009 0.032
Si -2.789 5.538 17.7 -0.04 -0.03 -0.044
Si -0.025 -8.165 17.848 -0.02 -0.01 0.048
Si -2.75 -5.45 17.825 0.011 0.013 0.014
Si 0.022 -2.807 17.734 0.004 -0.012 -0.027
Si 1.428 1.335 18.956 -0.012 0.028 -0.03
Si 4.102 4.095 19.142 0.018 -0.031 -0.003
Si 1.431 6.699 19.036 -0.008 0.016 -0.01
Si 4.112 -6.884 19.023 -0.004 -0.028 -0.032
Si 1.286 -4.126 19.212 0.006 -0.013 0.023
Si 4.135 -1.457 19.353 -0.027 0.025 0.021
Si 6.781 1.307 19.103 -0.004 -0.054 -0.029
Si 9.657 4.129 19.231 0.027 0.045 -0.011
Si 6.948 6.713 19.103 -0.034 0.003 -0.033
Si 9.599 -6.75 19.151 -0.014 -0.003 -0.004
Si 6.821 -4.075 19.309 0.018 -0.003 -0.006
Si 9.561 -1.431 19.149 -0.015 -0.009 -0.021
Si 12.343 1.364 19.216 0.014 0.001 0.006
Si 14.973 4.042 19.193 -0.017 0.002 -0.018
Si 12.317 -9.509 19.288 0.014 -0.014 -0.02
Si 15.053 -6.842 19.18 -0.026 0.002 0
Si 12.37 -4.053 19.073 0.016 0.011 -0.02
Si 14.963 -1.302 19.009 0.007 -0.014 -0.04
Si 17.815 1.422 19.069 0.014 -0.001 -0.03
Si 20.503 4.086 19.305 -0.002 0.008 -0.011
Si 17.73 -9.542 19.265 0.008 0.005 0.002
Si 20.477 -6.801 19.216 0.004 0.013 -0.026
Si 17.862 -4.015 19.07 0.013 0.028 -0.03
Si 20.503 -1.279 19.147 -0.024 -0.005 -0.026
Si 23.296 1.491 19.023 0.027 -0.014 -0.017
Si 26.058 4.116 19.019 0.001 0.023 -0.036
Si 23.19 -9.583 19.179 0.016 0.006 -0.008
Si 25.864 -6.866 18.962 -0.023 -0.006 -0.022
Si 23.142 -4.047 19.101 0.004 -0.028 -0.026
Si 25.924 -1.264 18.883 -0.002 0.03 -0.032
Si 28.734 1.363 18.897 -0.002 0.015 -0.026
Si 31.333 4.146 18.907 0.027 -0.011 -0.011
Si 28.6 -9.535 19.03 0 -0.011 -0.005
Si 31.23 -6.847 18.79 -0.023 -0.011 -0.035
Si 28.599 -4.049 18.746 0.022 0.013 -0.036
Si 31.362 -1.368 18.876 -0.01 0.001 -0.019
Si 34.051 1.384 18.858 -0.006 0.026 -0.009
Si 36.667 4.023 18.874 -0.011 0.001 -0.026
Si 34.005 -9.533 18.908 -0.015 -0.001 -0.022
Si 36.645 9.48 18.901 -0.002 -0.011 -0.013
Si 33.945 -4.09 18.837 0.005 -0.015 0
Si 36.615 -1.37 18.707 0.031 -0.02 -0.036
Si 39.33 1.315 18.844 0.004 0.033 -0.014
Si -23.377 3.991 18.717 -0.011 -0.063 -0.045
Si 39.334 6.878 18.815 0.025 0.01 -0.025
Si -23.219 9.467 18.82 -0.027 -0.004 -0.036
Si 39.382 -4.067 18.833 -0.01 0.029 -0.037
Si 42.079 -1.349 18.9 0.013 -0.005 -0.014
Si -20.488 1.327 18.798 -0.023 0 -0.027
Si -17.722 4.124 18.876 -0.009 0.014 -0.012
Si -20.502 6.817 18.834 0.008 0.019 -0.008
Si -17.781 9.491 18.988 0.015 -0.005 -0.027
Si -20.437 -3.969 18.919 0.056 0.012 -0.009
Si -17.715 -1.38 19.119 -0.015 0.012 -0.017
Si -15.122 1.398 18.989 -0.008 -0.006 -0.007
Si -12.28 4.044 18.953 -0.019 0.017 -0.022
Si -14.973 6.849 18.909 0.014 0.027 -0.034
Si -12.317 9.554 19.068 0.017 -0.017 -0.001
Si -15.095 -4.094 19.197 0.012 -0.015 0.004
Si -12.4 -1.397 19.082 -0.017 -0.011 -0.013
Si -9.625 1.311 19.022 -0.017 -0.017 -0.007
Si -6.812 4.136 18.892 0.037 -0.008 -0.043
Si -9.589 6.834 19.002 0.006 -0.011 -0.023
Si -6.808 9.486 19.081 0.002 0.012 -0.007
Si -9.547 -3.973 19.08 0.011 0.008 -0.03
Si -6.837 -1.334 19.196 0.005 0.001 -0.031
Si -4.117 1.378 18.897 -0.011 0.009 -0.045
Si -1.434 4.176 18.968 -0.01 -0.023 -0.01
Si -4.043 6.856 19.226 0.015 0.036 0.02
Si -1.474 -6.846 19.245 -0.006 -0.017 -0.031
Si -4.142 -4.063 19.16 0.019 -0.006 -0.029
Si -1.378 -1.514 19.058 -0.02 -0.021 -0.008
Si 0.121 -0.152 20.184 0.03 -0.013 0.064
Si 2.594 2.785 20.395 0.003 0.046 0.086
Si -0.042 5.451 20.342 -0.011 0.023 0.042
Si 2.816 8.027 20.371 0.013 0.008 0.051
Si -0.155 -5.442 20.576 -0.017 0.007 0.057
Si 2.7 -2.952 20.688 0.01 0.021 0.038
Si 5.457 0.093 20.658 -0.038 -0.006 0.019
Si 8.226 2.649 20.334 0.003 -0.031 0.034
Si 5.596 5.351 20.479 0.004 -0.012 0.075
Si 8.284 8.108 20.442 0 0.002 0.034
Si 5.361 -5.561 20.478 -0.008 0.047 0.049
Si 8.233 -2.697 20.672 -0.01 -0.013 0.079
Si 10.972 -0.08 20.46 -0.01 -0.018 0.043
Si 13.687 2.668 20.676 0.009 0.02 0.033
Si 11.004 5.419 20.752 0.004 -0.011 0.054
Si 13.69 -8.112 20.663 -0.023 -0.014 0.05
Si 11.021 -5.365 20.442 0.013 -0.017 0.03
Si 13.645 -2.626 20.437 -0.051 0.009 0.044
Si 16.383 0.046 20.251 -0.022 0.021 0.03
Si 19.034 2.726 20.631 0.048 0.025 0.045
Si 16.274 5.422 20.575 -0.024 -0.002 0.052
Si 19.089 -8.175 20.636 0.03 0.031 0.064
Si 16.493 -5.427 20.35 0.024 -0.013 0.054
Si 19.214 -2.704 20.553 0.046 0.01 0.033
Si 21.835 0.285 20.368 -0.072 0.031 0.047
Si 24.82 2.69 20.382 0.014 -0.054 0.052
Si 21.946 5.357 20.735 0.014 -0.009 0.05
Si 24.592 -8.17 20.468 0.009 0.002 0.043
Si 21.838 -5.386 20.602 -0.008 0.024 0.05
Si 24.547 -2.556 20.257 -0.028 0.019 0.032
Si 27.419 -0.035 20.23 0.017 -0.006 0.038
Si 30.017 2.808 20.274 -0.039 -0.021 0.048
Si 27.334 5.464 20.533 -0.02 -0.021 0.043
Si 29.968 -8.143 20.316 0.012 0.027 0.039
Si 27.298 -5.443 20.089 -0.006 -0.004 0.031
Si 29.943 -2.727 20.145 0.001 0.022 0.042
Si 32.781 -0.028 20.212 0.025 -0.021 0.054
Si 35.391 2.658 20.341 0.009 -0.006 0.037
Si 32.712 5.406 20.332 -0.007 0.008 0.034
Si 35.28 -8.137 20.339 0.003 -0.003 0.077
Si 32.554 -5.479 20.11 -0.005 0.011 0.035
Si 35.279 -2.658 20.12 -0.021 0.032 0.034
Si 37.955 -0.087 20.112 -0.006 0.001 0.069
Si 40.57 2.71 20.243 -0.005 0.031 0.053
Si 37.953 5.528 20.122 0.004 0.007 0.057
Si 40.701 8.157 20.265 -0.007 -0.025 0.042
Si 38.039 10.853 20.176 0.007 -0.007 0.04
Si 40.711 -2.693 20.252 -0.032 -0.014 0.072
Si 43.458 0.008 20.228 0.016 0.015 0.067
Si -19.127 2.732 20.092 0.015 -0.007 0.038
Si -22.032 5.434 19.91 -0.042 0.033 0.017
Si -19.124 8.047 20.307 0.037 -0.014 0.041
Si -21.856 10.91 20.047 -0.002 -0.017 0.036
Si -19.094 -2.753 20.505 -0.004 -0.028 0.033
Si -16.399 0.085 20.488 -0.013 -0.005 0.028
Si -13.745 2.774 20.281 0.006 0.004 0.031
Si -16.353 5.498 20.217 0.006 -0.006 0.067
Si -13.645 8.139 20.395 -0.03 -0.018 0.037
Si -16.502 10.804 20.507 -0.028 -0.021 0.058
Si -13.705 -2.757 20.595 0.032 0.007 0.044
Si -11.044 -0.002 20.401 0.001 0.018 0.05
Si -8.191 2.761 20.15 -0.013 -0.01 0.039
Si -10.885 5.367 20.296 0.037 -0.013 0.037
Si -8.216 8.145 20.399 -0.005 -0.022 0.038
Si -10.934 -5.365 20.358 -0.026 0.007 0.061
Si -8.261 -2.629 20.592 -0.015 0.039 0.057
Si -5.338 0.065 20.39 0.032 -0.031 0.072
Si -2.825 2.789 20.218 -0.051 0.064 0.078
Si -5.516 5.45 20.37 -0.022 -0.001 0.056
Si -2.747 -8.171 20.811 0.015 -0.012 0.082
Si -5.462 -5.498 20.476 0.027 0.007 0.048
Si -2.772 -2.747 20.569 -0.02 0.013 0.017
Si 1.557 -1.195 21.754 -0.379 -0.351 -0.571
Si 3.635 1.25 21.745 0.585 0.347 -0.607
Si 0.766 3.652 21.633 0.274 0.117 -0.675
Si 4.478 6.982 21.711 -0.122 -0.064 -0.717
Si 1.35 -6.928 21.561 -0.004 0.006 -0.403
Si 3.65 -4.807 21.944 -0.028 0.215 -0.643
Si 7.165 -0.944 21.907 -0.245 -0.261 -0.791
Si 9.437 1.172 21.645 0.124 0.075 -0.749
Si 6.873 3.816 21.786 -0.124 0.127 -0.722
Si 9.895 7.177 21.894 -0.173 -0.293 -0.767
Si 6.636 -7.11 21.644 0.051 0.113 -0.726
Si 9.954 -3.868 21.862 -0.268 -0.014 -0.693
Si 12.077 -1.568 21.904 0.202 0.084 -0.719
Si 15.324 1.392 21.83 -0.254 -0.021 -0.717
Si 12.617 4.238 22.117 -0.231 -0.102 -0.726
Si 14.765 -9.743 22.002 0.066 0.137 -0.745
Si 12.11 -6.835 21.899 0.334 0.119 -0.64
Si 15.348 -3.785 21.493 -0.177 -0.141 -0.777
Si 17.486 -1.498 21.544 0.341 0.081 -0.715
Si 20.554 1.534 21.977 -0.066 -0.017 -0.689
Si 17.327 3.804 21.893 0.163 0.056 -0.701
Si 20.732 -9.271 21.972 -0.279 -0.385 -0.666
Si 17.903 -6.515 21.874 -0.092 -0.234 -0.769
Si 20.198 -4.346 22.005 0.252 0.271 -0.715
Si 23.097 -1.192 21.563 0.28 0.059 -0.69
Si 26.408 1.446 21.683 -0.235 -0.035 -0.672
Si 23.834 4.22 21.816 -0.23 -0.002 -0.647
Si 25.781 -9.628 21.895 0.236 0.125 -0.719
Si 23.032 -7.031 21.811 0.229 0.334 -0.68
Si 26.139 -3.881 21.318 -0.221 -0.08 -0.658
Si 28.393 -1.711 21.564 0.309 0.358 -0.708
Si 31.37 1.326 21.44 0.204 0.267 -0.718
Si 28.491 3.806 21.797 0.122 0.197 -0.746
Si 31.553 -9.327 21.611 -0.151 -0.125 -0.76
Si 28.829 -6.464 21.524 -0.052 -0.198 -0.745
Si 31.037 -4.306 21.413 0.104 0.101 -0.745
Si 34.292 -1.153 21.658 -0.196 -0.101 -0.714
Si 36.554 1.016 21.603 0.017 0.221 -0.698
Si 34.273 4.217 21.709 -0.305 -0.208 -0.738
Si 36.418 -9.782 21.587 0.126 0.275 -0.796
Si 33.585 -6.977 21.537 0.269 0.023 -0.744
Si 36.817 -3.866 21.324 -0.055 -0.205 -0.757
Si 38.991 -1.641 21.495 0.358 0.11 -0.748
Si 42.309 1.668 21.413 -0.283 -0.273 -0.638
Si 39.383 4.356 21.49 -0.018 -0.264 -0.652
Si 41.745 6.389 21.418 0.048 0.248 -0.782
Si 39.65 9.836 21.545 -0.146 -0.202 -0.71
Si 41.925 -4.304 21.431 0.067 0.156 -0.686
Si 45.069 -1.013 21.632 -0.178 -0.206 -0.754
Si -18.077 1.336 21.634 0.298 0.098 -0.603
Si -20.799 3.943 21.108 0.168 0.078 -0.699
Si -17.511 6.9 21.672 -0.266 -0.051 -0.673
Si -20.42 9.669 21.348 0.042 -0.164 -0.698
Si -18.177 -4.521 21.912 0.302 0.361 -0.692
Si -14.758 -1.018 21.83 -0.225 -0.184 -0.724
Si -12.611 1.271 21.623 0.229 0.069 -0.704
Si -14.747 4.471 21.556 -0.069 -0.217 -0.715
Si -12.382 6.544 21.604 0.065 0.212 -0.611
Si -15.328 9.151 21.709 0.148 0.109 -0.784
Si -12.098 -4.006 21.884 -0.194 -0.053 -0.65
Si -10.052 -1.584 21.835 0.199 0.009 -0.661
Si -6.634 1.683 21.445 0.007 -0.197 -0.707
Si -9.277 4.216 21.582 -0.217 -0.026 -0.713
Si -7.143 6.492 21.691 0.11 0.187 -0.725
Si -9.283 9.867 21.574 -0.104 -0.172 -0.754
Si -7 -4.283 21.714 0.134 0.251 -0.636
Si -3.548 -0.82 21.719 -0.287 -0.269 -0.584
Si -1.298 1.334 21.163 -0.005 0.052 -0.456
Si -4.41 3.845 21.638 0.241 0.156 -0.702
Si -0.821 7.108 21.867 -0.233 -0.015 -0.675
Si -4.13 -6.626 22.101 -0.065 -0.28 -0.632
Si -1.837 -4.397 21.98 0.149 0 -0.706
Si 3.489 1.339 24.743 -0.057 0.002 -0.114
Si 7.948 -3.849 -6.914 0.075 -0.077 0.005
Si 4.173 5.766 24.557 0.164 0.007 -0.064
Si 7.631 -6.776 26.131 -0.08 -0.022 -0.049
Si 2.185 -1.448 24.646 -0.063 0.174 -0.102
Si 8.261 4.274 24.411 -0.002 -0.07 -0.118
Si 15.957 -7.698 24.119 -0.063 -0.021 -0.176
Si 17.472 4.988 24.795 -0.102 -0.05 -0.199
Si 4.376 5.739 -6.786 0.017 -0.051 0.035
Si 13.362 7.169 -4.438 0.079 -0.155 0.052
Si 6.126 -4.781 -4.594 0.077 -0.133 0.042
Si 6.989 -2.597 24.351 0.069 0.125 0.053
Si 14.047 -0.551 24.048 -0.06 -0.061 -0.147
Si 22.173 1.154 -4.46 0.045 0.103 -0.125
Si 19.904 6.822 25.099 0.148 -0.091 -0.118
Si 14.039 -7.744 -1.958 -0.05 -0.113 0.035
Si 14.863 -3.627 24.376 -0.059 0.104 -0.076
Si 13.327 -4.485 -5.278 -0.011 -0.023 0.154
Si 18.891 -0.223 23.915 0.046 0.024 -0.033
Si 23.326 3.844 -5.75 -0.128 0.01 0.07
Si 30.604 7.368 -7.032 -0.099 0.011 0.077
Si 19.799 7.403 -6.965 0.131 -0.032 0.053
Si 22.029 -2.948 23.717 -0.108 -0.061 0.056
Si 22.005 -1.404 26.439 -0.061 0.012 -0.034
Si 27.322 -7.805 24 -0.204 0.017 -0.068
Si 29.357 7.114 25.952 0.062 0.053 -0.068
Si 22.302 3.279 23.939 -0.073 -0.128 0.069
Si 26.473 3.944 -5.291 0.04 0.074 0.063
Si 24.191 -1.306 -4.447 -0.007 -0.194 -0.01
Si 24.953 -3.714 23.92 0.008 0.157 -0.08
Si 30.934 1.916 -5.071 0.114 0.084 0.028
Si -29.248 2.8 -4.935 -0.044 0.047 -0.027
Si 25.662 -5.874 25.916 -0.001 -0.057 -0.159
Si 30.424 5.101 23.93 -0.016 0.023 -0.214
Si -32.369 -2.713 -5.06 0.048 0.009 0.02
Si 32.303 -2.438 23.671 -0.003 0.028 -0.184
Si -24.847 2.582 25.834 -0.039 0.116 -0.139
Si -20.878 3.641 25.272 0.04 0.037 -0.021
Si -28.582 2.423 26.428 0.042 -0.021 -0.094
Si -25.433 -4.153 25.621 0.071 0.083 -0.05
Si -31.384 -7.028 -6.986 -0.043 -0.032 -0.073
Si -29.936 -5.53 23.456 -0.056 -0.065 -0.09
Si -25.524 -1.455 24.401 -0.047 -0.13 -0.02
Si -24.344 4.287 -4.265 -0.174 0.097 -0.047
Si -24.44 7.931 26.348 -0.032 -0.105 0.069
Si -19.495 5.584 23.513 0.091 -0.072 0
Si -23.081 -3.169 24.213 -0.072 -0.101 -0.049
Si -21.066 -1.306 24.634 0.085 -0.015 -0.142
Si -18.457 -1.733 26.005 0.09 0.032 0.064
Si -15.681 -5.389 -1.976 0.05 0.008 -0.005
Si -18.654 3.071 -2.211 0.005 -0.023 0.154
Si -13.403 -6.104 23.967 0.102 0.067 -0.207
Si -16.586 6.879 -5.565 -0.006 -0.069 0.15
Si -12.452 4.78 25.595 0.01 0.136 -0.077
Si -10.925 2.726 23.802 -0.042 -0.023 -0.048
Si -9.387 0.525 -4.649 -0.031 0.075 -0.001
Si -20.027 0.428 -6.611 -0.039 -0.078 -0.027
Si -11.613 7.579 24.448 -0.056 -0.097 0.023
Si -14.367 5.772 -4.114 0 0.063 0.006
Si -12.749 3.214 -5.084 0.088 -0.086 0.148
Si -2.988 6.913 -6.611 -0.018 0.028 0.003
Si -6.232 -8.078 24.111 0.055 0.138 -0.113
Si -7.139 7.262 -4.398 0.043 -0.059 0.054
Si -3.491 -5.145 26.426 -0.005 0.023 0.09
Si -6.814 -2.735 24.191 0.002 -0.056 0.034
Si -4.027 0.471 24.263 0.017 -0.13 -0.197
Si -0.41 4.925 23.94 0.05 0.034 -0.232
Si 5.778 3.021 24.374 -0.127 -0.072 -0.115
Si -3.93 1.557 -6.501 0.042 -0.041 0.02
Si -1.433 -3.383 24.885 -0.022 -0.017 0.003
Si -2.947 4.233 -5.886 -0.171 -0.022 -0.006
Si 6.342 4.795 -4.84 -0.086 0.07 -0.059
Si -2.145 2.297 -2.567 -0.024 -0.127 0.082
Si 1.538 6.055 25.857 0.009 0.161 -0.073
Si 0.016 6.963 -6.762 -0.083 -0.15 0.018
Si 8.971 6.929 24.933 0.006 0.052 -0.19
Si -0.272 -4.823 -6.882 0.016 -0.007 -0.041
Si 2.448 -2.964 -1.71 0.029 0.078 0.046
Si 8.007 -5.169 23.658 0.114 -0.118 -0.135
Si 9.247 5.209 -6.055 -0.01 -0.08 -0.027
Si 1.943 -6.909 -6.451 0.005 0.04 0.025
Si 2.957 -1.582 -4.344 -0.044 0.052 -0.045
Si 10.812 2.696 24.12 0.068 -0.043 -0.054
Si 5.526 0.036 -1.634 0.001 0.008 0.037
Si 8.1 -0.277 -4.434 0.062 0.046 0.157
Si 17.379 -7.973 -5.582 0.056 0.061 0.045
Si 14.381 3.586 -6.768 -0.108 -0.008 -0.09
Si 14.936 -4.937 -2.683 -0.006 -0.009 -0.077
Si 8.194 -7.982 -1.937 -0.024 0.065 0.18
Si 19.09 3.211 -2.01 -0.056 0.138 0.119
Si 11.733 3.426 -5.375 0.093 0.056 -0.078
Si 16.195 1.452 -6.357 -0.159 0.062 -0.057
Si 22.568 5.981 25.331 0.038 0.106 0.113
Si 19.813 -4.003 -3.085 0.058 -0.027 0.138
Si 9.564 -1.209 -6.939 -0.023 0.05 -0.15
Si 17.599 -6.125 -3.12 0.034 0.019 0.189
Si 27.155 -3.219 -5.915 -0.021 0.128 -0.069
Si 26.126 0.004 26.263 -0.022 -0.088 -0.068
Si 20.493 -0.093 -6.86 -0.008 -0.021 -0.034
Si 24.745 -6.696 -1.867 -0.069 0.129 0.072
Si 22.609 -4.082 -4.71 -0.013 0.014 0.108
Si 21.497 -0.063 -1.959 0.13 0.003 -0.019
Si 28.825 0.893 25.802 0.076 -0.109 0.05
Si 32.634 2.852 23.925 0.119 0.004 -0.068
Si 28.037 1.218 -5.563 0.017 -0.113 0.123
Si -30.779 -8.128 26.29 0 0.137 -0.015
Si 30.029 -0.362 23.432 -0.099 -0.138 0.052
Si 25.046 -0.569 23.686 0.055 -0.013 -0.153
Si 32.531 -0.192 -6.777 -0.065 -0.025 -0.125
Si -21.641 7.748 23.416 0.103 -0.133 -0.241
Si -31.182 -7.475 -3.136 0.056 0.105 0.155
Si -28.652 -8.161 24.115 -0.017 -0.073 -0.038
Si -32.094 4.146 -4.964 -0.041 -0.088 0.076
Si -26.092 -2.892 -4.447 0.042 0.009 -0.001
Si -23.42 5.165 26.335 0.064 -0.134 -0.025
Si -27.261 5.171 -4.84 0.064 -0.061 0.043
Si -24.62 2.267 -2.13 -0.187 -0.069 0.16
Si -25.905 -7.485 -2.882 0.024 -0.076 0.051
Si -28.55 -3.739 -3.145 0.005 -0.072 0.148
Si -22.471 1.416 24.324 0.056 0.108 -0.262
Si -27.434 -1.45 -6.746 -0.022 -0.081 0.01
Si -17.118 1.97 24.489 -0.068 -0.011 -0.072
Si -15.392 4.375 24.546 0.043 0.01 -0.08
Si -17.05 5.753 -2.872 0.003 0.096 -0.03
Si -22.314 -6.739 -4.68 -0.023 -0.052 -0.02
Si -20.552 -8.031 -6.581 0.12 -0.014 -0.011
Si -16.078 -2.498 -6.037 0.012 0.083 0.038
Si -11.549 1.447 -2.929 -0.06 -0.018 0.052
Si -16.592 6.464 26.352 -0.072 -0.159 0.043
Si -8.85 -4.346 25.862 0.06 0.092 -0.062
Si -8.691 -2.176 -5.444 -0.06 0.113 0.057
Si -9.26 -7.066 24.457 0.121 -0.058 0.002
Si -9.712 0.007 24.603 -0.036 -0.011 -0.042
Si -11.082 -3.724 -6.601 -0.026 -0.055 -0.046
Si -9.647 3.529 -5.396 -0.022 -0.005 0.111
Si -5.284 1.722 -2.578 -0.109 0.06 0.118
Si -15.842 -0.773 24.621 0.071 0.004 -0.001
Si -6.565 -3.854 -6.558 -0.136 0.109 -0.003
Si 3.817 5.892 -3.974 0.049 0.006 0.057
Si -0.028 4.762 -4.964 0.035 -0.033 -0.055
Si -7.552 5.157 -6.543 0.046 -0.011 -0.151
Si 10.796 7.891 -6.045 0.187 0.126 -0.118
Si -2.651 -1.045 26.43 -0.082 -0.058 -0.084
Si 1.206 0.006 -6.123 0.018 -0.077 0.106
Si 2.96 1.33 -4.19 0.071 0.06 0.019
Si 1.941 3.831 -2.801 0.101 -0.013 0.147
Si 3.998 -6.757 -4.193 0.041 0.134 0.083
Si -3.945 -6.487 -3.998 -0.073 -0.048 -0.013
Si 4.332 -3.736 24.755 0.017 0.079 -0.149
Si 0.181 -5.084 -1.741 -0.037 0.002 0.051
Si 5.74 -2.113 -3.844 -0.022 0.095 0.08
Si 10.28 0.055 -2.228 0.012 -0.018 0.175
Si 3.458 7.986 -1.916 0.023 0.035 0.184
Si 13.307 -5.982 24.712 -0.035 0.004 -0.091
Si -1.466 -4.811 -4.068 0.066 0.035 0.034
Si 15.734 -5.756 -6.936 -0.022 0.132 -0.105
Si 12.401 0.708 -4.554 -0.042 -0.004 0.143
Si 13.223 4.406 -2.896 0.007 0.133 0.112
Si 5.951 1.898 -3.933 -0.114 -0.166 -0.043
Si 15.538 6.245 -6.375 -0.036 0.053 -0.012
Si 10.08 -5.524 -2.189 0.069 0.043 0.086
Si 12.465 -1.777 -6.479 -0.044 -0.004 -0.099
Si 17.542 1.308 -3.763 -0.055 -0.062 0.089
Si 14.689 1.94 -2.755 -0.042 0.012 0.093
Si 17.491 -0.838 -7.027 0.063 -0.091 -0.067
Si 28.771 -5.534 -5.113 0.048 -0.102 0.07
Si 10.308 -5.44 -5.338 -0.036 0.046 0.058
Si 19.174 -1.778 26.436 -0.025 0.003 -0.166
Si 18.725 -1.345 -2.814 -0.09 0.089 0.127
Si 22.05 6.631 -4.815 -0.016 0.034 -0.049
Si 21.407 5.212 -2.095 0.091 -0.068 0.122
Si 23.943 -7.069 -4.731 -0.107 0.047 0.01
Si 6.787 -7.678 -4.526 -0.041 0.178 0.06
Si 23.171 -7.23 24.808 0.003 -0.053 -0.152
Si 27.086 -1.141 -3.615 0.036 0.09 -0.019
Si 32.322 5.004 -2.191 0.047 -0.025 0.121
Si 27.043 5.665 -2.648 0.052 -0.022 -0.028
Si 28.53 -7.926 -3.18 -0.04 0.077 0.098
Si 31.283 -7.775 -4.073 -0.03 0.135 -0.084
Si 30.888 -4.609 -3.524 0.157 -0.042 0.205
Si -30.434 -5.166 -4.932 -0.046 0.055 0.03
Si -26.218 -6.853 24.6 -0.022 0.053 -0.133
Si 30.51 2.622 -2.144 -0.09 0.01 0.015
Si -20.318 5.389 -6.314 0.037 0.032 0.022
Si -28.591 7.386 -2.987 0.081 -0.034 0.073
Si -25.075 -5.602 -5.196 0.043 -0.075 -0.085
Si -25.996 -0.437 -2.928 0.066 0.009 0.105
Si -27.208 2.732 23.781 0 0.042 -0.107
Si 32.117 -4.284 26.208 -0.031 -0.023 -0.156
Si -23.585 7.061 -3.273 0.007 0.028 0.152
Si -28.644 0.787 -2.849 -0.006 -0.053 0.103
Si -30.565 -1.454 -2.954 -0.003 -0.027 0.12
Si -19.382 -2.728 -2.239 -0.061 -0.032 0.038
Si -19.026 3.022 -5.18 -0.014 0.075 0.016
Si -17.801 -4.437 25.1 -0.042 -0.102 -0.179
Si -15.563 -5.072 -4.831 -0.063 -0.01 0.104
Si -21.739 -7.84 26.269 0.154 0.006 0.08
Si -21.391 -5.133 -2.183 0.061 0.017 0.177
Si -13.721 -2.914 -1.873 0.042 -0.121 0.076
Si -13.495 -3.026 -4.754 -0.16 0.006 -0.108
Si -10.101 4.041 -2.616 0.089 0.108 0.103
Si -12.613 5.646 -2.008 0.021 -0.026 0.192
Si -15.111 -5.061 26.381 -0.099 -0.125 -0.104
Si -18.773 -1.869 -5.178 0.024 0.1 -0.033
Si -5.528 3.338 -4.868 -0.061 0.051 0.023
Si -8.242 -1.224 -2.732 -0.028 0.045 0.053
Si -5.217 -1.156 -2.586 0.041 -0.012 0.107
Si -7.259 -6.572 -6.141 -0.072 -0.022 -0.032
Si -6.996 0.176 23.951 0.115 0.007 -0.034
Si -7.835 -7.971 -1.797 -0.023 0.057 0.097
Si -2.929 -2.243 -4.198 -0.106 0.06 0.051
Si -1.717 0.324 -4.872 -0.004 0.07 0.056
Si -2.513 5.031 -1.756 0.019 0.043 0.134
Si -4.169 6.913 -3.71 -0.031 -0.041 0.002
Si -5.645 -5.724 -1.858 -0.021 -0.003 0.154
Si -3.019 3.263 24.083 -0.043 0.077 -0.087
Si 1.402 -1.377 5.611 0.006 -0.008 -0.002
Si 4.124 1.371 5.648 0.007 0.014 0.009
Si 1.428 4.109 5.681 -0.009 -0.018 0.007
Si 4.121 6.81 5.624 -0.003 0 -0.005
Si 1.429 9.488 5.608 0.003 -0.002 0.001
Si 4.104 -4.126 5.632 0.007 0.003 0.002
Si 6.846 -1.363 5.675 -0.001 -0.009 0.01
Si 9.568 1.374 5.624 -0.015 0.003 0.003
Si 6.867 4.112 5.651 -0.004 -0.002 0.019
Si 9.574 6.857 5.606 0.007 -0.008 0.013
Si 6.817 -6.749 5.612 -0.008 -0.001 -0.003
Si 9.54 -4.034 5.557 0 0.017 -0.002
Si 12.264 -1.319 5.533 0.007 0.015 0.009
Si 14.89 1.429 5.48 0.001 -0.005 0.008
Si 12.26 4.155 5.531 0.006 -0.005 -0.001
Si 14.897 6.882 5.45 -0.012 -0.007 0.002
Si 12.246 -6.736 5.518 -0.003 -0.011 0.003
Si 14.911 -4.033 5.469 -0.026 0.008 0.009
Si 17.608 -1.326 5.389 -0.009 -0.005 0
Si 20.315 1.378 5.41 -0.004 0.002 0.005
Si 17.624 4.135 5.431 0.015 0.007 -0.006
Si 20.357 6.852 5.421 -0.002 -0.007 0.013
Si 17.599 -6.735 5.421 -0.003 -0.003 -0.005
Si 20.287 -4.039 5.402 -0.002 0.008 0.011
Si 23.052 -1.349 5.334 -0.006 -0.005 -0.006
Si 25.797 1.345 5.231 0.005 -0.018 -0.009
Si 23.068 4.076 5.313 -0.004 -0.013 -0.008
Si 25.78 6.795 5.296 0.005 0.004 -0.001
Si 23.066 -6.799 5.297 -0.01 -0.01 -0.004
Si 25.782 -4.113 5.218 -0.013 -0.026 -0.008
Si 28.459 -1.399 5.161 0.024 0.025 -0.003
Si 31.182 1.269 5.218 0.027 -0.001 0.018
Si 28.475 4.02 5.252 0.007 0.001 -0.002
Si 31.217 6.776 5.226 -0.003 0.015 0.01
Si 28.476 -6.815 5.158 -0.007 0.005 -0.012
Si 31.168 12.209 5.157 0.02 0.009 -0.008
Si 33.898 -1.462 5.202 0.015 0.023 -0.004
Si 36.713 1.276 5.324 0.013 0.007 0.022
Si 33.925 4.033 5.289 0 -0.01 0.014
Si -28.567 6.757 5.27 0.01 -0.022 0.012
Si 33.921 9.477 5.228 -0.011 -0.002 0.007
Si -28.614 12.166 5.231 0.013 0.002 0.012
Si -25.851 -1.418 5.311 0.02 0.008 0.016
Si -23.093 1.351 5.305 0.004 -0.015 0.015
Si -25.845 4.039 5.303 -0.004 -0.008 0.012
Si -23.088 6.777 5.293 0.002 0.002 0.006
Si -25.845 9.457 5.241 -0.001 0.006 0.005
Si -23.116 12.172 5.305 -0.001 0.001 0.007
Si -20.367 -1.374 5.354 -0.009 0.007 0.011
Si -17.618 1.37 5.355 -0.004 0.011 -0.001
Si -20.357 4.072 5.294 -0.008 -0.004 0.002
Si -17.673 6.804 5.373 -0.002 0.015 0.007
Si -20.363 9.501 5.307 0.003 -0.013 0.002
Si -17.643 12.255 5.358 -0.001 0.004 0.006
Si -14.921 -1.324 5.375 0.006 0.017 -0.004
Si -12.17 1.34 5.485 0.013 0.017 0.004
Si -14.913 4.096 5.426 0.009 0.01 0
Si -12.217 6.791 5.502 -0.01 0.006 0.002
Si -14.936 9.547 5.451 -0.01 0.003 0.007
Si -12.194 -4.037 5.5 -0.002 0.007 0.006
Si -9.458 -1.344 5.512 -0.003 -0.007 0.008
Si -6.733 1.353 5.583 0.001 0.008 0.012
Si -9.451 4.062 5.594 0.019 0.024 0.011
Si -6.768 6.828 5.697 0 -0.001 0.024
Si -9.478 -6.769 5.577 0.001 0.015 0.002
Si -6.763 -4.039 5.613 -0.018 0.004 0.007
Si -4.017 -1.354 5.629 0.001 0.008 0
Si -1.332 1.361 5.687 0.002 -0.004 0.007
Si -3.993 4.052 5.651 0.005 -0.014 0
Si -1.226 6.788 5.63 0.019 -0.031 -0.008
Si -4.012 -6.747 5.683 -0.004 0.002 0.004
Si -1.282 -4.082 5.608 -0.017 -0.011 -0.003
Si 2.763 -0.013 6.976 -0.002 0.006 -0.007
Si 5.501 2.734 6.989 -0.005 0 -0.016
Si 2.787 5.466 7.018 -0.01 0.004 -0.007
Si 5.487 -8.141 6.968 -0.003 0.002 -0.008
Si 2.768 -5.478 6.993 -0.009 -0.007 -0.008
Si 5.475 -2.749 6.981 0.004 -0.005 -0.009
Si 8.211 0.019 6.991 0.005 0 -0.005
Si 10.929 2.774 6.925 -0.001 0.001 -0.011
Si 8.224 5.487 6.976 -0.002 0.014 -0.013
Si 10.938 -8.105 6.933 0.009 -0.018 -0.009
Si 8.198 -5.395 6.946 -0.008 0.006 -0.01
Si 10.904 -2.674 6.909 0.009 -0.003 -0.009
Si 13.611 0.044 6.89 0.011 -0.008 -0.005
Si 16.299 2.764 6.821 -0.011 0.001 -0.006
Si 13.618 5.505 6.881 -0.001 0.005 -0.001
Si 16.285 -8.109 6.813 0.008 0.005 -0.002
Si 13.6 -5.387 6.88 0.004 0.006 -0.002
Si 16.295 -2.679 6.812 0.005 -0.005 -0.01
Si 18.977 0.012 6.777 0.009 0.011 0
Si 21.717 2.741 6.724 0 -0.009 0.003
Si 19.005 5.481 6.782 -0.001 0.011 0.004
Si 21.739 -8.122 6.742 -0.005 0.007 0
Si 18.973 -5.401 6.793 -0.002 -0.008 0.005
Si 21.698 -2.693 6.726 -0.001 0.007 0.006
Si 24.43 0.022 6.652 -0.008 0.011 0.001
Si 27.134 2.681 6.639 0.011 -0.008 0.001
Si 24.43 5.434 6.676 0.012 -0.005 -0.008
Si 27.138 -8.135 6.609 -0.007 0.009 0.014
Si 24.436 -5.439 6.643 0.008 -0.004 0.007
Si 27.128 -2.738 6.584 -0.007 0.015 -0.011
Si 29.82 -0.068 6.581 -0.007 0 0.002
Si 32.544 2.651 6.592 -0.005 -0.002 0.002
Si 29.845 5.412 6.584 -0.005 -0.008 0.001
Si 32.569 8.127 6.6 0.012 -0.002 0.008
Si 29.835 10.85 6.551 0.008 -0.009 -0.006
Si 32.543 -2.795 6.575 -0.014 0.005 -0.001
Si 35.269 -0.083 6.588 -0.011 0.016 -0.015
Si -27.21 2.67 6.652 0.001 -0.012 0
Si -29.96 5.4 6.614 -0.001 0.003 -0.004
Si -27.216 8.126 6.624 0.001 -0.002 -0.007
Si -29.987 10.83 6.596 -0.009 0.001 -0.002
Si -27.253 -2.786 6.613 -0.006 0.006 -0.009
Si -24.476 -0.03 6.64 -0.005 0.001 -0.002
Si -21.734 2.717 6.661 0.004 -0.003 -0.012
Si -24.471 5.414 6.641 0 -0.003 -0.006
Si -21.743 8.146 6.663 -0.008 -0.001 -0.006
Si -24.501 10.82 6.636 0.003 -0.005 -0.009
Si -21.757 -2.759 6.662 -0.002 -0.003 -0.007
Si -19.008 0.007 6.698 0.005 -0.011 -0.003
Si -16.282 2.715 6.753 0.011 -0.008 -0.001
Si -19.04 5.433 6.707 -0.004 0.001 -0.01
Si -16.317 8.161 6.758 -0.003 -0.004 0.003
Si -19.019 10.872 6.688 -0.004 -0.009 -0.005
Si -16.289 -2.701 6.725 -0.008 0.002 -0.009
Si -13.573 -0.007 6.799 0.01 -0.007 0
Si -10.856 2.707 6.888 0.002 -0.009 -0.002
Si -13.592 5.441 6.835 -0.006 0.001 0.007
Si -10.867 -8.155 6.87 0.002 -0.008 -0.006
Si -13.573 -5.421 6.815 0.006 -0.014 -0.002
Si -10.842 -2.689 6.866 0.001 -0.001 -0.001
Si -8.114 -0.005 6.912 0.004 0.005 -0.009
Si -5.39 2.704 6.97 0.002 -0.001 -0.006
Si -8.134 5.432 6.98 0.005 -0.007 0.006
Si -5.374 -8.137 7.003 -0.001 -0.007 -0.006
Si -8.128 -5.417 6.939 0.008 0.006 0.004
Si -5.397 -2.7 6.97 0.007 -0.005 -0.003
Si -2.691 0 7.016 -0.001 0.005 -0.003
Si 0.058 2.724 7.004 -0.002 0 0
Si -2.625 5.433 6.972 -0.003 -0.001 -0.007
Si 0.086 8.154 7.002 0.002 0.01 -0.005
Si -2.651 -5.393 7.006 -0.011 0.012 0.006
Si 0.055 -2.724 6.983 0.001 -0.006 -0.009
Si 1.417 1.351 8.343 -0.005 0.001 -0.002
Si 4.148 4.091 8.351 0 0.002 -0.002
Si 1.432 6.81 8.375 0.007 0.005 0
Si 4.139 -6.809 8.353 -0.003 -0.002 0
Si 1.409 -4.096 8.329 0.001 0 -0.004
Si 4.125 -1.372 8.328 -0.006 0.003 -0.001
Si 6.854 1.374 8.342 0.001 -0.004 0.007
Si 9.578 4.109 8.311 -0.01 -0.008 0.002
Si 6.854 6.828 8.329 0.001 -0.007 -0.002
Si 9.564 -6.762 8.296 0.005 -0.002 -0.006
Si 6.851 -4.074 8.341 -0.005 0.003 0.001
Si 9.573 -1.344 8.321 -0.01 -0.001 0.002
Si 12.277 1.397 8.275 -0.001 -0.011 -0.004
Si 14.982 4.126 8.221 0.017 0.017 -0.008
Si 12.281 6.838 8.281 -0.014 -0.002 0.003
Si 14.965 -6.761 8.221 -0.013 -0.006 -0.004
Si 12.261 -4.039 8.267 0.003 0.008 -0.003
Si 14.977 -1.327 8.226 0.015 0.021 0.001
Si 17.658 1.385 8.17 -0.01 -0.018 0.001
Si 20.375 4.101 8.117 0.002 0 -0.006
Si 17.666 6.844 8.162 0 -0.005 -0.005
Si 20.371 -6.772 8.117 0.005 -0.001 -0.002
Si 17.653 -4.041 8.182 -0.012 0.002 -0.004
Si 20.367 -1.337 8.127 -0.003 -0.006 -0.004
Si 23.089 1.371 8.064 0.009 0.006 0
Si 25.792 4.06 8.02 -0.013 -0.011 -0.005
Si 23.091 6.801 8.072 0 0.007 -0.005
Si 25.789 -6.797 8.014 -0.003 -0.002 -0.008
Si 23.08 -4.08 8.043 -0.008 -0.008 -0.012
Si 25.786 -1.374 7.989 0.001 0.007 -0.004
Si 28.497 1.311 7.978 0.002 -0.006 0.001
Si 31.2 4.044 7.947 0.001 -0.006 -0.004
Si 28.496 6.793 7.956 0.014 0.001 -0.01
Si 31.199 9.501 7.941 0.01 -0.002 -0.001
Si 28.495 -4.101 7.947 0.006 -0.008 -0.007
Si 31.204 -1.409 7.943 0.012 0.014 -0.003
Si 33.929 1.308 7.945 0.008 0.002 0.01
Si -28.601 4.039 7.974 0.005 -0.013 -0.002
Si 33.946 6.773 7.954 0.008 0.004 -0.001
Si -28.604 9.489 7.958 0.005 0.004 -0.004
Si 33.922 -4.13 7.949 0 -0.006 -0.004
Si -28.625 -1.418 7.957 -0.003 -0.014 -0.009
Si -25.844 1.322 8.001 0.01 0.019 0
Si -23.115 4.065 8.014 0.012 0.009 0.002
Si -25.855 6.771 7.987 0.004 0.002 -0.001
Si -23.13 9.49 8.011 0.002 0.001 0.001
Si -25.872 -4.124 7.976 -0.003 -0.011 0
Si -23.125 -1.391 8.006 -0.003 0.004 -0.004
Si -20.392 1.357 8.04 -0.01 0.008 0
Si -17.675 4.079 8.08 -0.006 0.003 -0.006
Si -20.406 6.792 8.053 -0.004 0.001 0
Si -17.685 9.523 8.092 -0.001 0.001 -0.002
Si -20.397 -4.098 8.039 -0.002 0.003 -0.003
Si -17.665 -1.352 8.077 0.007 0.011 0.001
Si -14.943 1.363 8.136 0.003 0.02 0
Si -12.239 4.08 8.205 -0.014 0.002 -0.001
Si -14.967 6.814 8.151 0.009 0 0
Si -12.237 -6.786 8.198 -0.007 -0.004 0.001
Si -14.956 -4.057 8.128 0.011 0.011 -0.001
Si -12.23 -1.346 8.195 -0.001 -0.002 0
Si -9.492 1.358 8.25 0.002 0.012 -0.008
Si -6.755 4.076 8.309 0.009 0.013 0.001
Si -9.525 6.814 8.263 -0.002 -0.015 -0.004
Si -6.77 -6.772 8.304 0.01 0.01 -0.006
Si -9.513 -4.057 8.253 0.002 -0.007 -0.002
Si -6.777 -1.35 8.302 -0.002 -0.009 -0.002
Si -4.058 1.353 8.352 -0.016 -0.014 -0.001
Si -1.301 4.075 8.355 0.005 -0.008 -0.007
Si -4.011 6.794 8.314 0.004 0.006 0.002
Si -1.301 -6.796 8.329 -0.007 -0.013 -0.012
Si -4.036 -4.047 8.336 0.013 0.013 0
Si -1.309 -1.363 8.339 -0.015 0.004 -0.009
Si 0.048 -0.003 9.695 0.003 -0.006 -0.004
Si 2.784 2.716 9.692 0.005 0 -0.007
Si 0.06 5.435 9.7 -0.007 0.007 -0.002
Si 2.791 -8.159 9.723 -0.003 -0.001 0.007
Si 0.051 -5.442 9.692 0 0.004 0
Si 2.767 -2.733 9.684 0.002 -0.006 -0.002
Si 5.493 -0.007 9.676 0.003 0.001 -0.006
Si 8.224 2.742 9.676 0.005 0.007 -0.003
Si 5.51 5.456 9.697 -0.004 -0.001 -0.003
Si 8.222 -8.133 9.673 -0.011 -0.004 -0.003
Si 5.501 -5.443 9.696 0.008 -0.005 0
Si 8.218 -2.709 9.68 -0.002 0.007 -0.004
Si 10.939 0.028 9.654 -0.01 0.013 -0.008
Si 13.649 2.758 9.614 0.002 -0.004 -0.008
Si 10.942 5.471 9.654 0.004 0.009 -0.005
Si 13.646 -8.121 9.622 0.017 -0.005 -0.001
Si 10.927 -5.407 9.652 -0.004 0.009 -0.002
Si 13.636 -2.687 9.615 0 -0.004 -0.002
Si 16.339 0.031 9.579 0.002 -0.013 0.006
Si 19.041 2.744 9.514 0.003 0.003 0.002
Si 16.351 5.48 9.568 0.007 0 0.004
Si 19.041 -8.131 9.518 0.001 0.003 0
Si 16.331 -5.407 9.576 0.002 0.002 0.003
Si 19.036 -2.692 9.528 0 0 0.003
Si 21.745 0.025 9.467 -0.004 0.007 0.002
Si 24.445 2.728 9.426 -0.008 0.005 0.008
Si 21.742 5.459 9.471 0.002 0.004 0.005
Si 24.451 -8.151 9.414 0.009 0 0.008
Si 21.743 -5.416 9.461 0.005 0.001 0
Si 24.441 -2.713 9.398 -0.007 0.008 -0.004
Si 27.141 -0.023 9.367 0.003 0 -0.002
Si 29.852 2.693 9.326 -0.003 -0.002 0.006
Si 27.152 5.442 9.356 -0.004 0.002 -0.004
Si 29.854 8.146 9.326 0.002 0.009 0
Si 27.152 -5.436 9.362 -0.006 0.009 0.005
Si 29.851 -2.75 9.327 0.015 -0.001 -0.001
Si 32.568 -0.043 9.306 -0.007 0.003 0.003
Si -29.982 2.676 9.304 -0.002 0.005 0.006
Si 32.573 5.409 9.299 0.005 -0.014 0
Si -29.973 8.134 9.313 0.007 -0.002 0.007
Si 32.563 -5.474 9.317 0.004 -0.005 0.009
Si -29.988 -2.768 9.314 -0.006 0.01 0.001
Si -27.247 -0.045 9.311 0.002 0.015 -0.01
Si -24.492 2.697 9.354 0 -0.018 0.005
Si -27.237 5.41 9.325 -0.003 -0.005 -0.002
Si -24.503 8.133 9.358 0.004 -0.005 0.002
Si -27.244 -5.474 9.327 -0.004 0.008 0.002
Si -24.51 -2.753 9.339 0.001 0.005 -0.002
Si -21.768 -0.019 9.369 0.005 -0.007 -0.003
Si -19.047 2.714 9.424 -0.004 -0.004 -0.005
Si -21.777 5.429 9.395 -0.003 0.006 -0.001
Si -19.055 8.152 9.429 -0.015 -0.007 -0.001
Si -21.776 -5.462 9.377 -0.007 -0.002 -0.002
Si -19.043 -2.728 9.406 0 -0.005 -0.004
Si -16.322 -0.003 9.467 0.014 -0.005 -0.003
Si -13.613 2.716 9.532 0.006 -0.012 0.006
Si -16.338 5.436 9.475 0.001 0.003 -0.002
Si -13.612 -8.152 9.527 -0.006 0.001 0.008
Si -16.328 -5.433 9.46 -0.005 -0.003 -0.005
Si -13.605 -2.718 9.519 0.008 -0.003 0.001
Si -10.88 0.002 9.576 -0.003 0.003 -0.003
Si -8.145 2.716 9.626 0.005 -0.004 -0.004
Si -10.896 5.444 9.582 -0.005 0.002 -0.001
Si -8.154 -8.148 9.618 0.003 -0.003 -0.008
Si -10.885 -5.433 9.574 0 -0.001 -0.003
Si -8.157 -2.713 9.625 0.007 0 -0.002
Si -5.427 -0.005 9.681 -0.005 0.013 0.006
Si -2.684 2.716 9.69 -0.004 0.009 -0.004
Si -5.397 5.443 9.654 0.008 -0.018 0.005
Si -2.67 -8.158 9.67 -0.003 -0.006 0.007
Si -5.415 -5.418 9.657 0 -0.01 0.002
Si -2.679 -2.703 9.695 -0.004 0.01 0.005
Si 1.403 -1.378 11.04 0 0.008 -0.002
Si 4.142 1.348 11.04 0 -0.01 -0.004
Si 1.421 4.072 11.049 -0.005 -0.012 -0.008
Si 4.15 -9.522 11.071 0.001 0.006 0.005
Si 1.414 -6.795 11.05 0.005 -0.005 -0.004
Si 4.131 -4.085 11.041 -0.003 0.006 0.002
Si 6.854 -1.359 11.034 0.002 0.003 0.003
Si 9.586 1.378 11.022 -0.008 -0.018 0.003
Si 6.871 4.091 11.044 -0.003 0.002 0.006
Si 9.587 -9.501 11.02 0.002 -0.017 0
Si 6.861 -6.797 11.052 -0.004 0.009 0.003
Si 9.577 -4.066 11.038 -0.018 0.005 0
Si 12.294 -1.338 11.007 0.003 0.009 -0.002
Si 15.004 1.388 10.97 0.007 -0.001 0.002
Si 12.305 4.106 11 -0.008 0 0.001
Si 15.015 -9.49 10.96 -0.002 0.001 -0.001
Si 12.296 -6.772 11 -0.003 -0.014 -0.003
Si 14.994 -4.058 10.97 -0.003 0.005 0
Si 17.706 -1.334 10.928 0.004 0.007 0.002
Si 20.411 1.384 10.868 0.005 -0.004 0
Si 17.714 4.107 10.915 -0.001 0.001 0
Si 20.403 -9.504 10.871 -0.006 -0.001 0.001
Si 17.707 -6.776 10.916 -0.003 0.002 -0.002
Si 20.407 -4.065 10.866 0.001 0.003 -0.003
Si 23.109 -1.354 10.808 0.002 -0.011 0.002
Si 25.811 1.35 10.761 0.005 -0.013 -0.005
Si 23.106 4.091 10.821 0.003 -0.005 0.003
Si 25.81 -9.523 10.759 -0.01 0.002 -0.004
Si 23.099 -6.796 10.807 -0.011 -0.002 -0.01
Si 25.804 -4.081 10.754 0.009 -0.008 -0.005
Si 28.508 -1.385 10.715 -0.003 0.002 -0.005
Si 31.225 1.335 10.672 0.016 0.003 0.001
Si 28.512 4.068 10.704 0.005 -0.002 -0.006
Si 31.224 6.779 10.673 0.001 0 -0.003
Si 28.509 9.508 10.715 0.003 -0.005 -0.001
Si 31.216 -4.106 10.688 0.003 0.002 0.001
Si 33.941 -1.392 10.669 0.006 0 0.004
Si -28.61 1.324 10.66 0.005 -0.001 0.002
Si -31.34 4.053 10.653 0.002 -0.001 0.002
Si -28.608 6.778 10.668 0 0.002 0.003
Si -31.341 9.493 10.67 -0.002 0.003 0
Si -28.61 -4.112 10.676 0.009 -0.011 0.001
Si -25.881 -1.389 10.683 -0.007 -0.009 0
Si -23.139 1.339 10.718 0.009 0.01 0
Si -25.875 4.059 10.691 0.004 0.003 0.004
Si -23.151 6.786 10.737 0.001 -0.006 0.006
Si -25.879 9.5 10.695 0.002 -0.002 0.002
Si -23.148 -4.099 10.715 0.009 0.001 0.006
Si -20.416 -1.368 10.748 -0.007 0.013 -0.001
Si -17.699 1.357 10.803 0.001 0.007 0.001
Si -20.42 4.077 10.767 -0.011 0.008 -0.001
Si -17.706 6.802 10.814 -0.002 0.003 0.002
Si -20.428 9.513 10.766 0.002 0.001 0.004
Si -17.699 -4.075 10.798 0.001 0.002 -0.001
Si -14.977 -1.355 10.851 0 0.008 0.003
Si -12.26 1.363 10.903 0.001 0.016 0.002
Si -14.989 4.084 10.861 0.001 0.004 0
Si -12.263 -9.505 10.912 -0.001 -0.013 0.004
Si -14.983 -6.782 10.853 0.011 0.004 0.003
Si -12.262 -4.072 10.903 -0.003 -0.008 0.003
Si -9.538 -1.356 10.955 0.001 0.002 -0.002
Si -6.805 1.359 11.004 0 0 0
Si -9.53 4.09 10.941 -0.005 0.01 -0.008
Si -6.788 -9.507 10.971 0.008 -0.001 0.001
Si -9.529 -6.784 10.95 0.005 0.004 -0.005
Si -6.8 -4.067 10.99 -0.003 0.006 -0.004
Si -4.057 -1.355 11.037 -0.001 0.002 0.006
Si -1.325 1.352 11.043 -0.006 0.001 -0.006
Si -4.054 4.082 11.023 -0.003 -0.001 0.004
Si -1.316 6.798 11.027 0.012 -0.006 -0.001
Si -4.057 -6.792 10.994 -0.002 0.007 0
Si -1.32 -4.079 11.033 -0.016 -0.002 -0.005
Si 2.777 -0.023 12.382 0.003 0.006 -0.009
Si 5.513 2.707 12.387 0 -0.005 -0.004
Si 2.783 5.426 12.409 -0.001 -0.002 0.006
Si 5.505 -8.152 12.423 0.009 -0.015 0.002
Si 2.772 -5.44 12.405 0.003 0.004 -0.005
Si 5.499 -2.73 12.39 -0.005 0.001 -0.003
Si 8.227 0.003 12.37 -0.003 0.015 -0.014
Si 10.949 2.745 12.369 0.002 -0.004 -0.005
Si 8.239 5.455 12.389 -0.001 0.009 -0.005
Si 10.958 -8.146 12.37 -0.005 0.009 -0.003
Si 8.223 -5.435 12.399 -0.002 -0.008 0
Si 10.946 -2.704 12.385 -0.006 0.006 0.001
Si 13.657 0.027 12.353 -0.004 -0.001 0.002
Si 16.379 2.752 12.312 0.002 0.004 -0.002
Si 13.678 5.468 12.341 0.012 0.013 0
Si 16.38 -8.137 12.317 0.005 0.001 -0.006
Si 13.659 -5.42 12.362 -0.005 0.001 0.004
Si 16.367 -2.699 12.316 -0.002 -0.005 -0.003
Si 19.076 0.032 12.271 -0.002 -0.007 0.002
Si 21.77 2.747 12.23 -0.009 0.005 0.002
Si 19.076 5.461 12.28 0.002 -0.003 0.003
Si 21.766 -8.14 12.223 0.013 0.014 0.007
Si 19.079 -5.425 12.27 0 -0.001 -0.002
Si 21.769 -2.7 12.215 -0.01 -0.004 0.002
Si 24.472 0.009 12.166 0 0.009 -0.001
Si 27.171 2.728 12.104 -0.006 0.002 0.003
Si 24.466 5.463 12.169 0.005 0.004 0.006
Si 27.167 -8.162 12.113 -0.001 0.004 0.005
Si 24.464 -5.434 12.153 -0.003 0.006 -0.007
Si 27.162 -2.724 12.117 0.001 0.004 0.001
Si 29.873 -0.007 12.052 -0.001 -0.003 0
Si 32.593 2.697 12.023 -0.002 0.004 0.003
Si 29.878 5.427 12.057 -0.005 -0.006 0.003
Si 32.583 8.137 12.037 0.008 -0.005 0.006
Si 29.869 10.867 12.076 0.005 0.004 0
Si 32.586 -2.743 12.037 0.001 0.004 0.004
Si 35.313 -0.03 12.024 0.003 0.006 0.003
Si -27.256 2.694 12.021 0.001 -0.005 0
Si -29.988 5.426 12.01 0 -0.014 -0.003
Si -27.251 8.136 12.035 -0.003 -0.005 0.002
Si -29.974 10.851 12.028 -0.002 0.003 0
Si -27.247 -2.746 12.035 0.003 0.011 0
Si -24.518 -0.027 12.05 0.005 0.011 0.001
Si -21.797 2.704 12.092 0.003 -0.013 -0.005
Si -24.529 5.42 12.068 0.003 0.005 -0.001
Si -21.8 8.152 12.107 -0.006 0 -0.003
Si -24.522 10.864 12.062 -0.003 -0.003 -0.004
Si -21.788 -2.737 12.082 0 -0.002 -0.006
Si -19.069 -0.016 12.136 -0.009 -0.013 -0.002
Si -16.359 2.71 12.193 -0.001 -0.006 0.003
Si -19.075 5.434 12.153 -0.005 -0.006 0
Si -16.355 8.171 12.185 0.001 -0.004 0.002
Si -19.069 10.876 12.133 -0.005 -0.003 -0.005
Si -16.349 -2.722 12.183 0.004 -0.002 0
Si -13.627 -0.01 12.238 0.006 0 0.002
Si -10.91 2.724 12.265 0.003 -0.005 -0.008
Si -13.639 5.447 12.236 -0.005 0.001 0.008
Si -10.901 -8.149 12.284 -0.001 0.002 0.005
Si -13.632 -5.433 12.24 0.003 0.003 0.001
Si -10.913 -2.724 12.285 0 -0.002 -0.001
Si -8.184 -0.007 12.328 -0.005 0.008 -0.001
Si -5.435 2.716 12.35 -0.008 -0.002 -0.004
Si -8.172 5.453 12.3 0.003 -0.016 -0.008
Si -5.438 -8.14 12.333 0.006 0.004 0.005
Si -8.182 -5.425 12.322 0.003 -0.011 0.002
Si -5.441 -2.723 12.356 -0.001 -0.003 0.006
Si -2.691 -0.006 12.398 -0.01 0.007 0.006
Si 0.044 2.713 12.386 0.01 0.004 -0.01
Si -2.692 5.447 12.37 0.001 0 0.007
Si 0.046 8.152 12.378 -0.014 0 -0.004
Si -2.705 -5.438 12.355 0.007 -0.004 -0.001
Si 0.037 -2.731 12.401 0.007 0 0.005
Si 1.402 1.328 13.72 0 -0.007 -0.012
Si 4.148 4.048 13.749 0.017 -0.01 0.01
Si 1.407 6.799 13.739 -0.002 0.009 -0.002
Si 4.125 -6.794 13.773 -0.016 0.012 -0.002
Si 1.402 -4.092 13.756 0.003 -0.005 0.007
Si 4.136 -1.379 13.745 -0.006 0.007 0.006
Si 6.881 1.347 13.741 0.013 -0.028 -0.003
Si 9.593 4.088 13.748 -0.008 0.013 0.005
Si 6.889 -9.511 13.757 -0.009 -0.002 0.005
Si 9.603 -6.795 13.736 -0.005 -0.012 0.001
Si 6.843 -4.094 13.756 0.004 0.013 0.005
Si 9.571 -1.351 13.739 -0.02 0.012 -0.001
Si 12.305 1.387 13.726 -0.011 0.001 0.01
Si 15.041 4.112 13.698 -0.001 -0.006 0
Si 12.327 -9.51 13.721 0.004 -0.007 0.001
Si 15.03 -6.794 13.705 0.005 -0.009 0
Si 12.306 -4.071 13.744 -0.006 0.005 0.013
Si 15.022 -1.342 13.698 0.004 -0.003 0
Si 17.749 1.399 13.668 0.001 -0.002 0
Si 20.442 4.104 13.645 0.006 -0.004 0.005
Si 17.74 -9.501 13.677 -0.01 0.005 0
Si 20.43 -6.796 13.637 -0.008 0 0.004
Si 17.739 -4.071 13.658 -0.001 0.003 -0.004
Si 20.438 -1.338 13.618 0.007 0.008 0.008
Si 23.144 1.377 13.566 0.006 -0.015 -0.002
Si 25.835 4.089 13.502 -0.005 0 -0.004
Si 23.126 -9.505 13.58 -0.009 0.003 -0.004
Si 25.81 -6.814 13.506 0.002 0.004 -0.001
Si 23.127 -4.081 13.555 0.011 0.002 -0.005
Si 25.836 -1.356 13.518 0.001 -0.013 0.004
Si 28.551 1.371 13.442 -0.001 0.002 0.003
Si 31.256 4.066 13.397 0.009 -0.016 -0.007
Si 28.535 -9.538 13.449 0.004 0.003 -0.002
Si 31.242 9.501 13.415 -0.007 -0.004 -0.001
Si 28.515 -4.101 13.463 0.004 -0.003 0.003
Si 31.237 -1.37 13.395 0.005 0.005 0.005
Si 33.963 1.345 13.376 0.007 -0.002 0
Si -28.631 4.067 13.357 -0.01 0.021 -0.005
Si 33.946 6.783 13.395 -0.001 0.003 0.007
Si -28.619 9.489 13.388 0.008 -0.003 0.003
Si 33.96 -4.1 13.387 0.012 -0.004 0.007
Si 36.674 -1.385 13.39 0.004 -0.005 0.006
Si -25.891 1.343 13.382 -0.001 0.005 0.006
Si -23.173 4.063 13.432 -0.001 -0.004 -0.006
Si -25.898 6.788 13.408 0.009 -0.012 0.013
Si -23.172 9.518 13.444 0 0.003 0.012
Si -25.886 -4.09 13.407 0.002 0.001 0.005
Si -23.16 -1.384 13.423 0.015 -0.009 0.005
Si -20.445 1.351 13.464 -0.008 0.02 -0.007
Si -17.729 4.073 13.533 -0.001 0.002 0.012
Si -20.444 6.808 13.486 -0.006 0.006 0.006
Si -17.716 9.541 13.526 -0.007 0.004 0.005
Si -20.433 -4.078 13.47 0.003 0.001 0
Si -17.724 -1.37 13.525 -0.002 0.014 0.007
Si -15.008 1.348 13.566 0.012 0.001 0.004
Si -12.279 4.087 13.599 0.004 -0.007 0.001
Si -15.005 6.824 13.567 0 0.008 0.007
Si -12.275 -6.782 13.617 -0.003 -0.003 0.005
Si -14.999 -4.061 13.573 -0.004 0.001 0.002
Si -12.286 -1.368 13.626 0.002 -0.003 0.004
Si -9.574 1.361 13.638 -0.009 0.02 0
Si -6.824 4.086 13.658 -0.004 0.006 0
Si -9.529 -9.497 13.65 0.015 -0.012 0.008
Si -6.812 -6.774 13.675 -0.005 0.007 -0.002
Si -9.565 -4.074 13.666 0.001 0.013 0
Si -6.827 -1.371 13.687 0 0.005 0.003
Si -4.082 1.358 13.718 -0.004 0.015 -0.002
Si -1.327 4.084 13.72 0.002 -0.014 -0.002
Si -4.07 6.83 13.685 -0.006 -0.01 0.003
Si -1.342 9.517 13.69 0.004 -0.003 -0.013
Si -4.08 -4.09 13.705 0.003 -0.008 0.003
Si -1.338 -1.384 13.757 -0.009 0.007 0.01
Si 0.056 -0.029 15.089 0.016 0.007 -0.001
Si 2.768 2.666 15.075 0.004 -0.021 0.001
Si 0.024 5.453 15.078 -0.005 -0.008 0.004
Si 2.751 8.158 15.112 -0.005 -0.008 0.009
Si 0.011 -5.475 15.061 -0.007 -0.001 0.008
Si 2.78 -2.743 15.108 0.002 0.009 0.009
Si 5.522 -0.029 15.083 0.013 0.021 -0.011
Si 8.239 2.705 15.104 -0.009 -0.006 0.001
Si 5.534 5.412 15.078 0.003 0.011 -0.002
Si 8.253 -8.142 15.111 0.004 0 -0.006
Si 5.479 -5.437 15.143 0.003 -0.009 0.01
Si 8.212 -2.732 15.092 -0.008 0.001 0
Si 10.925 0.031 15.08 0 0.004 -0.001
Si 13.674 2.766 15.065 0.007 -0.002 0
Si 10.971 5.451 15.087 -0.01 -0.002 -0.007
Si 13.691 -8.162 15.091 0 -0.003 0.001
Si 10.954 -5.45 15.11 -0.014 -0.007 0.006
Si 13.679 -2.704 15.087 0.003 0.003 0.002
Si 16.391 0.037 15.028 -0.002 0.001 -0.004
Si 19.108 2.753 15.051 -0.006 0.001 0.008
Si 16.404 5.463 15.071 0.003 0.002 0.004
Si 19.104 -8.16 15.054 0.006 0.005 0.007
Si 16.415 -5.445 15.049 0 0.012 0.002
Si 19.099 -2.702 15.008 -0.003 -0.003 -0.002
Si 21.805 0.034 14.967 -0.001 -0.003 0.006
Si 24.493 2.765 14.914 0.003 0.006 0.003
Si 21.794 5.482 15.005 -0.003 0.005 0.011
Si 24.49 -8.154 14.942 -0.008 0.008 -0.001
Si 21.806 -5.433 14.976 0.01 0.01 0.001
Si 24.478 -2.709 14.903 0.004 0.009 0.004
Si 27.213 0.035 14.837 0.008 0.016 0
Si 29.93 2.725 14.795 0.008 0.015 0
Si 27.206 5.434 14.86 -0.007 -0.007 0.008
Si 29.894 -8.174 14.793 0.006 0.007 0.012
Si 27.161 -5.454 14.855 -0.003 0.004 0.006
Si 29.896 -2.721 14.775 0 0.009 -0.003
Si 32.611 -0.009 14.736 0.001 0.013 0.006
Si 35.305 2.724 14.734 0.009 -0.003 0.002
Si 32.599 5.423 14.766 -0.006 -0.003 0.005
Si 35.306 8.137 14.762 0.003 -0.005 0.012
Si 32.625 10.854 14.756 0.002 0 0.004
Si 35.314 -2.741 14.753 0.001 0.002 0.009
Si 38.039 -0.018 14.738 0.006 0.003 0.004
Si -24.558 2.704 14.765 0.007 -0.002 0.007
Si -27.294 5.426 14.724 -0.011 -0.007 0.002
Si -24.55 8.154 14.779 -0.008 0.006 0.007
Si -27.266 10.864 14.731 0.002 -0.006 0
Si -24.524 -2.737 14.783 0 -0.003 0.009
Si -21.805 -0.027 14.79 -0.001 -0.001 0.001
Si -19.106 2.693 14.86 -0.011 -0.022 0.003
Si -21.824 5.428 14.797 0.004 -0.005 -0.002
Si -19.092 8.18 14.857 -0.004 0.003 0.003
Si -21.813 10.892 14.802 0.002 -0.008 -0.002
Si -19.08 -2.745 14.872 -0.009 -0.009 0.003
Si -16.374 -0.024 14.91 -0.004 -0.016 0.009
Si -13.647 2.704 14.925 -0.006 -0.003 0.001
Si -16.373 5.448 14.892 0.001 -0.009 0.003
Si -13.657 8.187 14.95 0.005 -0.005 0
Si -16.369 10.905 14.912 0.008 0.006 0
Si -13.661 -2.721 14.979 0.004 0.005 0
Si -10.93 -0.009 14.987 0.007 0.01 0.001
Si -8.21 2.719 14.98 0.005 -0.012 -0.006
Si -10.918 5.45 14.958 -0.006 0.001 0.005
Si -8.181 -8.118 15.024 0.01 0.002 0.007
Si -10.943 -5.425 15.015 0.001 -0.007 0.006
Si -8.203 -2.728 15.035 -0.002 -0.01 0.007
Si -5.462 -0.023 15.041 -0.011 0.006 0.004
Si -2.704 2.724 15.052 -0.005 0.003 -0.001
Si -5.466 5.469 14.986 0.007 -0.013 0.003
Si -2.713 8.193 15.05 0.005 0.012 0
Si -5.456 -5.432 15.057 -0.006 -0.009 0.002
Si -2.728 -2.757 15.086 0.004 -0.003 0.01
O 5.006 1.808 25.114 0.26 -0.384 0.635
O 2.741 -0.095 21.8 0.11 -0.182 -0.091
O 12.455 -6.151 23.343 -0.155 0.512 0.28
O 0.668 3.861 -6.106 0.429 -0.519 0.145
O 0.87 4.36 23.105 0.279 0.284 0.216
O 3.923 6.278 23.055 -0.385 -0.134 0.223
O 5.565 8.105 22.215 -0.023 0.057 0.469
O 3.266 -0.254 24.727 0.231 -0.19 0.196
O 2.456 -5.911 22.327 -0.149 -0.017 0.713
O 5.647 -2.895 25.194 -0.032 0.177 0.672
O 6.655 -1.335 23.408 -0.351 0.383 0.129
O 12.764 -0.484 -5.572 0.665 -0.036 -0.287
O 14.743 2.128 -6.145 -0.124 -0.567 0.284
O 17.73 4.608 23.259 0.163 0.244 0.156
O 5.908 2.855 22.738 -0.284 -0.528 -0.281
O 7.4 -6.452 22.919 -0.107 -0.001 0.264
O 9.502 -4.805 23.146 0.341 -0.176 0.407
O 11.027 -2.738 22.395 0.086 -0.009 0.382
O 12.641 -0.835 23.262 -0.329 0.099 0.472
O 10.869 -2.04 -6.461 -0.174 -0.482 0.317
O 14.896 0.436 23.085 0.109 0.106 0.33
O 12.115 3.472 23.502 0.102 0.052 0.288
O 21.068 6.058 25.956 -0.173 -0.043 0.799
O 15.465 7.307 23.29 -0.131 -0.369 0.164
O 14.803 -4.324 22.919 -0.313 -0.781 -0.023
O 13.306 -2.964 -5.796 0.591 0.307 0.365
O 16.438 -2.666 21.956 -0.111 -0.056 0.572
O 17.729 -0.699 22.938 -0.523 0.045 0.103
O 20.106 0.341 23.009 0.33 -0.243 0.029
O 21.138 2.745 22.932 -0.066 0.182 -0.288
O 16.349 2.565 22.366 -0.112 -0.028 0.289
O 19.877 -8.047 25.788 -0.419 -0.065 0.063
O 23.578 -6.713 23.329 0.482 0.328 0.117
O 17.073 -6.975 23.197 0.043 0.382 0.117
O 17.019 -4.8 -6.808 -0.006 -0.325 0.36
O 20.722 -3.888 23.511 -0.25 0.008 0.571
O 26.067 0.445 22.944 0.078 0.021 0.229
O 18.904 -2.75 -3.598 -0.108 0 -0.859
O 27.265 0.765 25.418 -0.065 0.523 -0.444
O 26.579 0.423 -0.726 -0.168 -0.004 -0.531
O 23.668 3.142 23.078 0.591 -0.593 0.149
O 24.768 5.472 22.352 -0.225 0.117 0.365
O 28.056 -6.959 22.852 -0.261 0.023 0.11
O 25.503 -4.562 22.656 -0.243 -0.438 -0.091
O 24.887 -0.177 25.25 -0.597 0.046 0.28
O -31.279 7.71 -6.63 0.1 -0.075 0.645
O 32.092 1.82 22.813 0.538 -0.219 0.117
O -31.333 -6.05 22.839 -0.547 0.034 0.146
O 30.07 5.789 25.348 0.274 -0.405 0.273
O 32.596 -8.157 22.1 0.115 -0.044 0.348
O -32.334 -7.92 25.911 -0.18 -0.095 -0.687
O 26.742 -6.772 25.107 0.301 0.256 0.437
O 29.948 -5.374 22.012 -0.074 -0.066 0.313
O 31.699 -3.536 22.671 0.055 -0.122 0.166
O -31.608 -1.852 23.01 0.093 -0.342 0.274
O -25.816 2.434 24.545 0.232 -0.16 -0.14
O -24.092 6.488 25.706 -0.254 0.167 -0.624
O -27.317 -2.85 21.867 0.314 -0.188 0.661
O -23.3 1.215 22.946 -0.258 -0.414 0.144
O 31.521 3.967 24.26 -0.011 0.183 0.446
O -29.913 5.376 22.038 -0.1 0.088 0.539
O -28.249 7.059 23.009 0.235 0.079 0.171
O 30.236 0.272 21.964 -0.288 -0.244 -0.336
O -29.308 -4.323 22.627 0.083 0.164 0.288
O -23.98 -1.822 24.094 0.415 0.369 0.163
O -21.894 2.866 21.612 0.219 -0.181 0.156
O -25.945 4.541 -4.132 -0.181 -0.051 0.499
O -24.678 5.345 21.964 0.105 -0.166 0.535
O -20.278 6.968 23.749 0.49 0.05 0.223
O -16.253 -4.303 25.539 0.282 0.478 -0.395
O -20.016 6.927 -5.856 0.024 0.052 0.341
O -24.482 -5.384 21.919 -0.077 -0.083 0.098
O -21.796 -2.692 25.071 0.362 -0.28 0.295
O -22.626 -3.702 22.758 0.296 -0.015 -0.003
O -24.208 6.627 -6.407 -0.232 0.17 0.285
O -17.275 -1.441 -5.707 0.118 0.582 0.053
O -19.152 0.17 22.034 0.124 -0.138 0.537
O -20.223 4.773 22.351 0.153 0.343 -0.022
O -25.2 0.959 -2.871 0.02 -0.139 -0.554
O -18.032 6.032 22.972 0.378 -0.387 0.535
O -16.439 8.034 22.196 0.208 0.059 0.194
O -21.372 -7.3 22.483 -0.458 0.312 0.098
O -19.381 -5.609 22.052 -0.219 -0.018 0.44
O -14.661 -6.536 23.047 -0.216 0.296 0.272
O -15.287 -1.522 23.3 -0.107 -0.308 -0.041
O -13.629 0.117 22.185 0.159 0.103 0.217
O -12.144 2.175 22.896 -0.04 0.394 0.336
O -9.207 -0.661 -5.748 -0.055 0.116 -0.631
O -18.934 2.467 -3.675 -0.103 -0.532 -0.053
O -15.459 4.098 22.961 -0.644 -0.265 0.172
O -13.558 5.49 22.045 0.095 0.034 0.56
O -11.556 6.984 22.936 0.189 0.042 -0.198
O -12.6 -4.908 23.177 0.3 0.125 0.333
O -9.744 -0.667 23.139 0.017 0.011 -0.01
O -8.164 0.213 25.055 0.195 0.352 0.446
O -7.452 1.113 22.728 -0.218 -0.081 0.023
O -5.879 7.558 25.553 0.389 0.005 0.031
O -12.217 6.381 25.373 -0.224 0.295 0.274
O -8.249 5.367 22.134 -0.087 0.091 0.56
O -9.906 -6.966 22.977 -0.566 -0.131 0.184
O -8.15 -5.384 22.089 -0.254 -0.02 -0.038
O -6.251 -3.798 23.104 0.83 0.022 -0.045
O -3.252 0.223 25.645 0.146 0.557 0.18
O -3.976 -0.853 23.305 0.039 -0.524 0.183
O -2.226 0.149 21.839 0.221 -0.186 0.274
O -0.257 2.379 21.924 -0.072 -0.031 0.254
O 2.733 5.346 25.09 -0.158 -0.552 -0.233
O -7.652 -7.309 24.373 0.135 0.038 0.353
O -1.105 6.205 23.206 -0.475 -0.02 0.184
O -4.585 -6.394 -0.845 0.444 0.074 -0.08
O -2.974 -5.495 22.498 -0.032 0.027 0.483
O -3.047 -6.679 26.186 -0.262 -0.487 -0.697
O -1.296 -3.583 23.289 0.03 0.194 -0.021
O 4.765 6.966 25.454 -0.133 0.291 -0.204
O 5.522 4.722 -6.24 -0.114 -0.317 -0.276
O 11.048 -0.973 -1.205 -0.561 -0.151 -0.243
O 0.677 4.395 -3.6 -0.236 0.31 0.098
O 4.131 -4.822 25.916 0.127 -0.297 -0.09
O 16.869 6.804 -5.636 0.274 -0.415 0.223
O -1.233 -4.572 -5.631 -0.42 0.203 -0.12
O 5.807 1.416 -2.403 0.246 0.216 0.049
O 10.141 1.905 22.899 0.383 0.132 0.136
O 3.846 -3.581 -1.191 0.442 -0.192 -0.652
O 23.585 -2.824 -4.288 0.355 -0.113 0.299
O 17.496 -7.435 -4.062 -0.033 -0.393 0.205
O 16.296 -3.952 25.061 0.665 -0.112 -0.462
O -8.941 4.311 -6.628 -0.108 0.162 -0.424
O -21.849 5.384 -6.83 -0.276 -0.46 0.087
O 7.083 -6.075 -4.343 0.597 0.139 -0.025
O -16.35 3.228 25.129 0.161 -0.03 0.708
O 18.876 -0.016 -6.803 0.116 0.374 0.25
O 14.475 -5.286 -6.063 0.023 -0.301 0.131
O 13.758 1.143 -3.795 0.033 -0.143 -0.517
O 22.317 4.89 24.158 -0.2 0.23 -0.44
O 15.338 4.674 -6.043 0.119 -0.277 0.367
O 28.302 -6.96 -4.479 0.043 -0.128 -0.207
O -10.154 8.022 25.053 0.16 -0.347 0.345
O 12.708 -7.857 -1.038 -0.179 -0.479 0.142
O 11.052 1.626 25.322 0.51 -0.348 0.092
O 13.856 -7.902 -3.545 -0.104 0.369 -0.158
O 25.806 6.056 -1.673 -0.749 -0.009 -0.21
O 20.271 4.159 -2.528 -0.035 -0.229 -0.486
O 19.336 -1.474 24.841 0.072 -0.503 -0.145
O 20.882 -1.667 -6.911 0.491 0.093 0.308
O 13.443 5.9 -3.443 0.15 0.008 0.134
O -3.523 5.943 -2.613 -0.385 -0.234 0.135
O -28.253 0.922 -1.291 0.755 -0.167 -0.258
O 20.229 6.791 23.506 0.037 -0.211 0.035
O 19.042 -5.447 22.361 -0.006 -0.273 0.122
O 9.793 3.841 24.634 0.095 0.212 0.516
O 11.864 -5.08 -5.612 0.104 -0.222 -0.052
O 14.603 -6.25 -1.789 0.375 0.039 0.645
O 30.952 4.155 -2.334 -0.64 0.103 -0.115
O 24.472 2.553 -0.635 -0.076 0.03 -0.501
O -32.27 2.014 25.264 -0.126 -0.049 -0.131
O -18.939 -8.098 -0.54 -0.286 -0.016 -0.583
O 7.937 2.986 -0.295 0.223 -0.075 -0.202
O 28.189 -7.104 -1.805 -0.234 0.427 -0.19
O -10.862 0.393 -3.955 -0.268 -0.413 -0.152
O 7.194 8.035 -5.96 0.407 -0.296 0.031
O -25.563 -6.211 -3.788 -0.204 0.341 0.152
O 24.322 -6.778 25.842 -0.098 -0.399 0.508
O -18.291 1.667 25.559 -0.258 -0.222 -0.138
O 31.293 -6.154 -3.857 0.217 -0.017 -0.006
O -27.487 -7.758 -2.902 -0.044 0.162 0.183
O 31.869 3.231 -5.275 -0.275 0.192 -0.435
O 1.469 7.675 25.677 0.145 0.397 -0.191
O 5.46 5.85 -3.95 0.422 0.278 0.482
O 17.895 -1.521 -1.433 0.132 -0.405 0.012
O 32.449 -6.427 -6.563 -0.076 0.082 0.543
O 22.196 2.489 25.333 0.57 0.13 0.069
O -11.052 -5.325 -6.878 -0.333 -0.301 0.173
O -30.135 -5.001 24.948 0.188 0.28 -0.003
O -25.371 -7.22 -1.38 0.76 -0.31 -0.17
O -29.344 -2.373 -3.439 0.355 0.235 -0.465
O -21.543 0.916 -6.928 -0.298 -0.295 0.491
O -3.539 3.181 25.6 -0.263 -0.356 0.183
O -28.307 4.044 -5.337 0.134 0.119 -0.2
O 2.053 1.252 -5.527 0.102 0.461 -0.223
O -7.069 -5.058 -5.609 -0.151 0.233 0.804
O 27.882 0.422 -6.963 -0.025 0.343 -0.642
O 22.839 2.591 -4.818 0.221 0.105 0.144
O -4.232 -6.579 -5.58 -0.277 0.337 -0.045
O -8.709 -2.333 -3.823 -0.408 -0.442 0.189
O -26.186 -5.991 -6.319 -0.415 -0.012 0.195
O -23.425 1.963 25.478 0.171 -0.051 0.495
O -6.047 2.918 -3.389 -0.449 0.283 0.315
O -23.488 1.863 -1.087 0.007 0.092 -0.344
O -26.839 3.946 22.769 -0.198 0.261 0.228
O 11.468 -5.623 -1.332 0.292 0.592 0.122
O -12.697 2.225 -3.788 -0.707 -0.015 -0.033
O 11.702 1.825 -5.502 -0.362 -0.234 -0.37
O 3.351 5.961 -5.539 -0.464 0.005 -0.084
O -26.195 -6.947 22.99 0.012 -0.48 0.219
O 1.32 -4.04 -1.342 0.032 -0.154 0.565
O -7.069 7.388 -0.775 -0.257 -0.019 -0.025
O -27.136 -5.559 -0.455 0.27 0.039 -0.539
O 8.367 -2.474 25.202 0.166 -0.222 0.018
O -14.971 -3.939 -1.948 -0.089 0.342 -0.116
O 30.395 -8.034 26.392 0.088 0.036 -0.003
O 2.235 2.269 -3.098 0.086 -0.228 0.555
O -12.1 -3.224 -5.482 0.217 0.268 0.097
O -19.216 -3.189 -6.004 -0.131 -0.457 0.299
O -15.01 6.816 -5.163 0.349 0.299 -0.14
O -22.14 4.625 25.513 0.159 0.007 -0.18
O -6.954 -1.345 23.375 0.126 0.183 -0.553
O 1.505 4.167 -1.285 -0.439 0.63 -0.453
O -10.396 1.459 24.645 -0.099 0.07 0.604
O -13.44 2.514 -6.364 -0.318 -0.271 0.24
O -16.942 -8.009 -6.185 -0.61 0.128 0.271
O -4.428 -1.053 -1.174 0.138 0.226 -0.143
O -6.536 4.151 -5.803 0.036 -0.292 0.197
O -8.11 7.456 -3.118 -0.368 -0.373 -0.074
O 3.321 4.534 -3.257 0.712 -0.299 0.032
O 20.228 -0.889 -2.467 0.118 0.024 -0.113
O -12.067 0.821 -1.52 -0.233 -0.516 -0.037
O -31.026 -7.395 -1.531 0.14 -0.388 -0.059
O -31.757 5.114 -6.191 0.257 -0.231 -0.046
O -17.671 3.66 -5.823 0.383 -0.079 0.202
O -31.23 -3.827 -5.397 0.156 -0.053 -0.394
O -17.968 4.507 -2.448 0.17 0.076 0.263
O 31.91 6.385 -1.466 0.162 0.199 -0.409
O -7.206 -2.459 -6.047 0.534 0.502 -0.11
O -9.174 1.972 -5.333 0.631 -0.096 -0.023
O -1.477 3.726 24.112 0.163 -0.613 0.235
O -2.679 -4.268 25.37 -0.344 -0.062 -0.289
O 17.473 -6.516 -1.553 -0.504 0.042 -0.212
O -19.312 1.771 -6.124 0.067 -0.045 -0.397
O -5.164 1.912 -5.536 -0.36 -0.497 0.123
O -8.218 -3.351 24.733 -0.372 0.213 -0.136
O -14.581 -2.106 -5.549 0.072 0.446 -0.3
O -5.601 0.7 24.563 -0.104 0.355 0.528
O -22.635 8.122 -4.036 0.494 -0.203 0.181
O -1.603 4.486 -5.07 -0.103 0.145 0.37
O -0.34 0.083 -5.681 -0.212 -0.187 -0.203
O 7.977 5.672 25.156 -0.382 -0.021 0.063
O 0.16 5.413 25.352 -0.07 -0.134 0.212
O -23.979 -4.311 24.907 0.377 -0.525 -0.033
O -14.08 -4.517 -4.544 0.127 -0.426 -0.057
O -28.956 -0.909 -6.907 -0.468 -0.614 0.279
O 2.413 1.944 25.785 -0.594 0.342 -0.146
O -1.183 -4.653 -1.013 -0.482 -0.425 -0.368
O 20.892 6.132 -0.889 0.435 -0.124 -0.036
O 4.448 -2.014 -4.844 0.28 0.172 -0.561
O 27.443 2.612 22.234 0.226 -0.063 0.636
O -15.59 5.181 -3.227 -0.018 -0.616 -0.119
O 23.346 -3.848 23.943 -0.014 -0.144 -0.043
O 3.034 7.063 -3.174 -0.278 0.138 -0.267
O -18.24 -3.07 -1.15 -0.026 0.465 0.159
O 1.015 -5.605 -6.339 0.087 0.132 0.403
O -28.995 -4.789 -4.296 0.665 -0.095 -0.149
O 31.659 -3.544 -4.466 -0.012 0.359 -0.209
O 2.445 8.121 -0.664 -0.247 -0.368 0.297
O 12.138 3.717 -3.849 -0.496 -0.313 0.273
O -1.583 1.645 -3.943 0.351 0.385 -0.024
O -13.855 4.888 -1.27 -0.152 0.246 -0.423
O -19.803 -1.003 25.558 -0.16 0.408 0.256
O 21.463 -5.417 -0.303 0.085 -0.17 -0.043
O 12.675 4.301 -1.389 -0.118 -0.447 -0.131
O 9.761 1.301 -1.318 -0.097 -0.036 -0.071
O 9.351 6.865 23.382 0.106 -0.441 0.143
O -30.005 2.63 -0.45 -0.21 -0.173 -0.574
O -25.046 -3.98 -5.03 0.578 0.112 -0.144
O 8.669 7.048 -1.1 -0.256 -0.437 -0.49
O 5.178 -7.843 -4.431 -0.049 -0.512 -0.312
O -11.574 4.678 -2.765 -0.282 -0.223 -0.628
O -30.266 -6.166 -6.199 0.459 -0.015 -0.272
O 25.463 -0.99 -3.479 -0.257 0.038 0.672
O 9.703 6.734 -5.934 -0.539 0.244 -0.17
O -13.891 4.287 25.083 0.124 -0.154 -0.206
O 14.213 1.642 -1.237 -0.75 0.271 0.114
O 16.144 5.474 -0.275 -0.281 -0.043 -0.361
O 17.569 -2.303 -6.377 -0.233 -0.02 0.667
O 25.533 -4.409 25.242 0.334 0.453 0.299
O 14.588 3.541 -2.999 0.552 0.411 0.209
O -9.251 -1.152 -1.457 -0.456 0.164 -0.292
O 16.331 -5.165 -3.472 -0.071 0.233 -0.214
O -28.937 -4.179 -1.638 -0.598 -0.002 -0.2
O 8.963 -0.437 -3.059 -0.124 -0.414 -0.14
O 21.08 0.707 -5.578 -0.239 -0.036 0.009
O 12.497 -6.562 25.981 -0.11 -0.104 -0.078
O 31.048 -4.167 -1.966 -0.366 0.026 -0.072
O -31.848 4.275 -1.285 -0.145 0.066 -0.525
O -27.831 1.543 22.868 0.33 -0.144 0.35
O 29.161 4.401 23.171 -0.408 -0.239 0.503
O -13.397 8.094 -0.074 -0.178 -0.178 -0.476
O -5.728 6.551 -4.01 -0.252 -0.137 0.128
O 18.999 -5.367 -3.4 0.404 -0.227 -0.433
O 11.359 0.389 -3.367 0.045 -0.106 0.03
O 9.228 -4.654 -6.284 0.13 0.004 -0.1
O 16.213 1.457 -2.871 0.22 0.055 0.038
O -13.992 -5.595 25.369 0.266 0.118 0.213
O 22.165 -3.843 -6.252 0.486 -0.224 -0.277
O 19.474 2.343 -0.721 -0.296 -0.308 -0.085
O 0.169 6.338 -5.275 0.353 0.274 0.392
O -5.599 2.799 22.027 -0.183 -0.04 0.454
O 16.248 -7.184 -6.42 -0.334 -0.124 -0.172
O 2.087 -1.621 -0.906 0.046 0.373 -0.319
O 3.354 1.905 23.233 -0.118 0.555 0.093
O 25.295 -7.863 -0.894 -0.038 0.175 0.004
O -16.939 -5.306 -0.968 -0.208 -0.483 0.173
O -1.514 7.468 -6.979 0.155 0.75 -0.297
O -4.911 -5.41 -3.264 -0.079 0.277 -0.213
O 27.316 -2.888 21.82 0.014 -0.052 0.161
O 7.157 -3.843 23.326 -0.177 0.08 -0.506
O 25.689 -3.225 -6.634 -0.147 -0.614 0.149
O -25.129 7.525 -3.417 -0.404 -0.447 -0.713
O -9.529 -5.672 25.242 -0.103 0.195 -0.021
O -17.747 1.987 -1.426 0.31 0.059 -0.199
O 29.988 7.954 -0.468 0.222 -0.043 -0.113
O 18.447 6.183 25.24 -0.27 0.458 0.248
O -11.693 6.434 -0.948 0.392 0.115 -0.178
O 29.32 -4.568 -3.928 -0.16 0.344 0.536
O -30.911 -1.836 -1.425 0.255 -0.32 -0.065
O 27.381 4.832 -6.287 -0.131 0.184 0.174
O -9.388 4.601 -1.285 0.203 0.563 -0.227
O 8.333 0.14 22.245 0.195 0.311 0.611
O -0.016 -3.814 25.546 0.378 -0.588 -0.311
O -26.952 -3.527 -3.225 0.327 -0.305 0.167
O 18.337 0.928 24.895 -0.58 0.481 -0.356
O -4.424 -2.143 -3.586 -0.286 -0.392 -0.216
O -25.738 3.16 -1.365 -0.164 0.033 -0.467
O -20.271 -4.032 -2.537 -0.194 -0.155 -0.1
O 6.82 -0.336 -0.774 0.403 0.406 -0.115
O -3.329 1.758 23.549 0.439 0.073 -0.134
O 25.408 -2.159 23.729 0.524 0.013 0.118
O 19.558 -3.981 -6.511 -0.055 -0.652 0.234
O -26.092 -1.028 -1.43 -0.212 0.097 -0.014
O 27.805 0.111 -4.381 -0.201 0.206 0.223
O 4.48 1.736 -4.613 -0.042 0.121 -0.581
O -2.966 0.409 -5.914 -0.209 -0.423 -0.237
O -27.201 -2.514 -5.571 -0.376 0.069 -0.183
O -10.353 2.451 -2.471 0.45 -0.221 0.187
O 18.006 -0.246 -3.762 -0.076 -0.137 -0.305
O -22.242 -8.014 24.768 -0.258 -0.059 0.027
O -13.236 -2.385 -3.308 0.244 0.63 -0.057
O -22.067 -5.653 -3.529 -0.002 0.509 -0.315
O 8.356 -7.977 25.35 -0.041 0.018 -0.407
O 3.695 -6.86 -2.583 0.302 0.486 0.036
O -23.463 5.599 -3.931 0.61 -0.166 0.017
O 2.454 -2.704 -3.297 -0.367 -0.409 -0.148
O -22.564 -4.484 -1.297 -0.007 -0.247 -0.3
O 4.453 -4.477 23.324 0.58 -0.266 0.061
O 8.036 -2.551 -0.183 0.313 0.046 -0.469
O -20.138 4.229 -5.193 -0.195 0.156 0.177
O -28.694 2.24 -3.526 0.512 0.509 0.119
O 23.293 -5.563 -4.701 0.097 0.028 0.02
O -29.92 7.99 -3.667 -0.077 -0.213 -0.371
O 24.622 -1.01 -5.983 0.166 0.574 -0.095
O 9.51 -0.45 26.3 -0.332 0.165 -0.361
O 30.988 6.265 22.953 0.059 0.138 0.246
O -9.609 -3.316 -6.101 0.202 -0.407 -0.088
O -11.047 -2.81 22.337 -0.216 -0.295 0.548
O -14.232 -1.609 -1.105 0.042 0.302 -0.398
O 1.269 -1.536 25.976 0.161 0.43 0.334
O 12.832 3.953 -6.473 -0.12 0.487 -0.399
O 28.407 7.621 24.763 -0.081 -0.005 -0.087
O 21.648 6.226 -3.308 -0.047 0.483 0.03
O 6.373 3.43 -4.01 0.533 -0.049 0.383
O -16.792 5.862 -6.796 0.003 0.32 -0.396
O -26.547 -0.13 -6.457 0.165 0.225 0.668
O -24.396 -2.783 -0.507 -0.02 0.072 -0.32
O -30.802 3.205 -4.75 -0.114 -0.627 0.192
O 23.686 -0.37 22.852 -0.279 0.612 0.053
O -28.947 6.897 -1.488 -0.877 0.084 -0.074
O -5.965 1.47 -1.142 0.34 -0.137 -0.001
O 4.595 -5.333 -4.69 -0.566 0.327 -0.021
O -26.417 -5.358 25.187 -0.432 0.167 0.093
O -7.826 6.427 -5.584 -0.212 0.032 -0.057
O 7.058 -7.169 -1.142 -0.341 0.235 -0.254
O -5.291 0.283 -3.307 0.12 -0.042 -0.696
O 5.872 5.096 -0.259 0.092 -0.184 -0.603
O 4.702 7.166 -1.277 0.14 0.177 -0.554
O -29.953 7.751 24.97 -0.01 -0.518 -0.292
O -29.116 1.636 -6.044 0.229 0.262 -0.169
O -2.964 2.832 -6.646 0.643 0.014 -0.2
O 13.734 -4.571 -3.706 -0.113 0.293 -0.038
O 23.135 -0.119 -4.26 0.206 -0.155 -0.079
O -3.149 5.363 -7.028 -0.019 -0.19 -0.607
O 0.618 -6.521 -1.186 -0.482 -0.184 -0.575
O -24.011 3.668 -5.708 0.177 -0.079 0.277
O -13.621 4.535 -4.805 -0.099 0.021 -0.342
O 22.072 -2.258 22.251 -0.577 -0.346 -0.274
O -18.45 -5.79 25.726 -0.053 -0.526 -0.312
O -25.801 -0.244 25.409 -0.148 0.373 -0.111
O 22.831 8.054 -4.697 -0.155 0.088 0.137
O -21.777 0.055 -0.377 0.11 0.299 -0.308
O -20.266 -1.569 -1.56 -0.254 0.443 -0.663
O 7.175 1.048 -4.559 0.339 0.074 -0.423
O 0.163 -0.013 -0.189 0.32 0.035 -0.332
O 6.077 -3.648 -3.437 -0.253 -0.03 0.428
O -5.088 -5.009 26.197 -0.155 -0.038 -0.641
O -28.045 6.149 -3.842 -0.202 -0.345 0.365
O -2.718 -8.146 -0.162 -0.058 -0.07 -0.663
O 15.138 -3.799 -1.559 0.527 0.244 -0.37
O 5.283 -1.258 -2.556 -0.415 -0.134 0.239
O 2.681 -7.111 -5.036 -0.449 -0.044 0.243
O 3.038 -2.805 24.575 0.103 -0.082 0.017
O -27.176 5.239 -0.555 -0.046 -0.086 -0.395
O 29.912 -5.657 -6.263 -0.088 0.122 0.103
O -9.785 3.34 22.847 0.336 0.015 -0.018
O 6.1 -7.264 26.325 -0.306 0.522 0.115
O 29.725 0.835 24.47 0.121 0.3 0.26
O -12.48 -3.65 -1.163 0.241 -0.023 -0.348
O -26.071 -0.973 22.963 -0.318 0.443 0.251
O -1.485 1.609 -1.275 -0.027 0.031 -0.325
O 10.231 6.708 25.9 0.631 -0.247 -0.23
O 9.254 -4.397 -1.385 -0.129 0.075 -0.458
O 17.869 3.731 25.719 0.578 -0.54 -0.288
O 5.436 -5.425 -0.218 -0.025 -0.228 -0.127
O 18.839 -7.82 -6.273 0.178 0.615 0.202
O 31.561 -5.703 25.617 -0.15 -0.272 -0.672
O -21.273 2.509 24.176 0.443 0.035 -0.334
O 13.239 -2.459 -0.515 -0.122 -0.12 -0.38
O -18.677 -3.309 25.841 -0.381 -0.171 0.294
O -24.829 -7.389 25.168 0.301 0.141 -0.561
O 27.534 -4.772 -5.802 -0.154 -0.252 0.002
O 10.708 5.603 -0.356 -0.29 -0.061 -0.628
O 14.987 7.421 -1.377 0.496 0.056 -0.606
O -8.762 -6.749 -6.684 0.092 -0.154 0.043
O 9.462 -7.008 -2.107 0.144 -0.284 -0.421
O -31.412 3.619 23.185 0.094 0.264 0.393
O 19.036 8.071 -0.472 -0.163 -0.319 -0.337
O 32.51 -1.776 -6.345 -0.012 -0.49 -0.197
O 16.122 0.069 -0.357 0.092 0.031 -0.668
O -1.737 -1.867 25.376 0.381 0.424 -0.226
O 30.493 1.804 -3.518 0.043 -0.461 -0.05
O 17.816 4.058 -1.495 -0.281 0.47 -0.484
O 26.982 2.408 -5.281 -0.288 -0.155 0.026
O 16.639 -8.024 25.543 0.121 0.071 -0.118
O -14.736 -6.545 -1.391 0.319 -0.011 -0.514
O -21.966 -0.006 24.828 -0.082 -0.008 0.526
O -20.912 -6.873 -5.505 0.271 0.525 0.187
O 18.731 2.216 -3.201 0.461 -0.095 -0.228
O -30.089 0.087 -3.052 -0.608 0.477 -0.466
O 26.274 7.499 23.253 -0.29 -0.139 0.398
O -17.81 -4.252 23.487 0.086 0.413 0.091
O 7.86 -5.449 25.24 0.247 0.235 0.336
O 14.681 -2.02 24.333 0.06 0.115 -0.054
O 24.92 -7.091 -3.424 0.344 -0.031 -0.413
O 1.918 -1.373 -5.578 -0.31 -0.678 -0.347
O 22.91 5.343 -5.302 0.496 -0.005 -0.124
O 31.319 -1.183 23.913 0.311 -0.012 0.702
O 11.881 7.509 -4.92 0.043 0.17 0.086
O -12.521 -7.402 24.347 -0.085 -0.006 0.122
O -3.791 4.291 23.091 0.227 0.392 0.284
O -13.417 2.643 -0.28 -0.295 -0.359 -0.235
O -19.615 4.574 24.789 0.583 -0.221 0.07
O -16.169 0.063 -0.467 0.35 -0.018 -0.381
O 31.621 1.873 -1.293 0.298 0.012 -0.313
O -3.218 6.945 -5.013 0.2 0.25 0.055
O -27.484 -0.136 -3.489 -0.144 -0.098 -0.484
O 28.077 4.958 -1.617 0.099 0.313 -0.011
O -32.529 8.082 -3.605 0.048 -0.577 -0.238
O 15.929 5.376 25.187 -0.342 0.192 -0.469
O -17.289 -1.362 24.968 -0.245 -0.015 -0.356
O -22.734 6.784 22.762 -0.127 -0.049 0.36
O 27.223 -2.52 -4.458 0.404 -0.278 0.057
O 25.406 -5.231 -1.498 0.706 -0.116 -0.297
O 32.629 -0.188 -0.379 -0.137 -0.311 -0.187
O 21.297 0.445 -0.452 0.251 -0.562 0.06
O -17.489 6.541 -4.24 -0.396 0.308 -0.101
O -8.29 0.228 -3.477 0.454 0.532 0.311
O 32.465 -3.179 25.089 0.208 0.1 0.23
O 7.076 -1.519 -4.509 0.31 -0.316 -0.173
O 23.715 5.449 26.331 0.017 -0.127 0.061
O -16.114 -5.778 -3.486 -0.333 -0.468 -0.112
O -26.149 -2.795 25.083 -0.525 -0.043 -0.064
O -20.706 -6.368 -1.404 -0.159 0.004 -0.23
O -6.899 -7.559 -4.935 0.492 0.407 0.259
O 10.999 -7.987 22.201 -0.083 -0.01 0.094
O -13.318 6.546 -3.151 -0.179 0.479 -0.284
O 31.719 0.625 -5.638 0.069 -0.324 0.254
O 21.837 -6.486 25.364 -0.01 0.575 -0.434
O -1.452 6.015 -1.002 0.2 -0.032 -0.522
O -1.762 3.869 -2.572 0.444 0.096 -0.452
O -2.398 -6.092 -3.816 0.397 -0.657 0.105
O -18.138 6.891 26.049 -0.064 0.129 -0.336
O 29.136 2.649 -1.277 -0.043 -0.503 -0.386
O -5.042 -7.151 23.413 -0.03 0.262 0.218
O 7.871 5.137 -5.207 0.298 0.281 0.171
O 1.198 -1.384 23.349 -0.368 -0.3 0.421
O -27.409 -7.838 25.09 0.115 -0.26 0.49
O -3.357 4.131 -0.704 -0.133 -0.483 -0.315
O 13.691 5.428 22.53 0.215 0.101 0.501
O -31.209 -5.977 -3.759 -0.399 0.157 0.401
O 13.939 0.217 25.467 0.224 0.451 -0.01
O -21.639 5.275 -0.587 0.057 -0.017 -0.251
O -28.937 -6.779 23.325 0.277 0.019 -0.419
O -17.065 6.722 -1.572 0.021 0.073 -0.196
O -23.597 -6.193 -5.532 0.17 -0.041 -0.25
O 24.851 -7.413 -6.043 0.135 0.037 0.012
O -18.733 -2.188 -3.604 0.544 0.037 -0.095
O -3.734 2.117 -2.486 0.155 0.189 -0.225
O 3.004 -0.16 -3.56 -0.102 -0.023 0.67
O 28.135 -2.296 -6.84 0.687 -0.112 0.034
O 23.16 -6.734 -1.519 -0.386 0.073 -0.36
O 24.226 -2.92 -0.716 -0.051 -0.054 -0.505
O 5.099 4.461 24.621 -0.032 0.097 0.041
O -19.852 -0.693 -5.46 -0.375 0.164 0.144
O -2.939 -2.42 -5.802 0.567 0.196 -0.095
O -11.245 3.591 -5.552 -0.016 0.172 -0.635
O -4.16 4.214 -4.801 0.156 0.283 0.315
O 19.915 -3.768 -1.48 -0.381 0.072 -0.132
O 22.08 -1.834 24.882 0.244 0.23 -0.085
O -2.054 -0.916 -3.887 0.42 -0.06 0.292
O -23.204 7.015 -1.697 0.136 0.15 -0.087
O -9.26 4.27 -3.983 0.309 0.428 0.005
O 1.035 -8.146 -6.898 0.193 -0.143 -0.232
O 30.092 7.975 -3.146 0.113 -0.3 0.007
O -23.888 3.18 -3.21 0.781 -0.05 -0.008
O 24.939 3.872 -5.799 -0.023 -0.204 -0.03
O -7.945 2.796 -0.178 -0.162 -0.021 -0.401
O -15.986 5.794 25.03 0.195 0.368 -0.211
O -9.204 -7.415 -1.151 -0.193 -0.099 -0.18
O -4.962 -3.817 -6.534 0.274 -0.288 0.492
O 14.255 7.013 -5.758 -0.393 0.368 -0.494
O -8.011 -2.885 -0.099 0.141 -0.306 -0.153
O -6.157 -4.36 -1.168 0.117 0.326 -0.469
O -20.742 -1.531 23.069 -0.005 -0.172 0.284
O -2.68 -2.731 -0.203 0.065 -0.034 -0.214
O -16.026 0.795 24.322 0.415 0.255 -0.305
O -31.83 -1.696 -3.917 -0.498 0.547 0.093
O -5.404 5.512 -0.028 -0.173 0.026 -0.262
O 10.315 4.135 -5.529 -0.022 -0.158 0.405
O 21.288 -4.059 -3.757 0.058 0.054 0.244
O 6.693 -4.012 -5.897 -0.238 0.049 0.009
O 22.987 7.467 24.815 0.292 -0.069 -0.263
O -25.34 -1.558 -3.905 0.713 -0.198 -0.284
O 17.226 1.909 -5.217 0.522 0.133 -0.115
O 20.764 6.775 -5.804 -0.185 -0.393 0.267
O 26.579 4.646 -3.82 -0.138 -0.031 0.087
O 27.663 7.027 -3.277 -0.252 0.035 -0.273
O -29.856 -0.059 22.152 0.237 0.224 0.508
O 22.758 -1.073 -1.724 0.326 -0.179 -0.556
O 21.854 -8.11 22.122 -0.126 0.097 0.306
O -2.185 -3.487 -3.502 -0.159 0.123 0.336
O -0.06 -5.092 -3.327 0.463 -0.111 -0.548
O -19.995 3.334 -1.344 -0.217 -0.14 -0.212
O 16.192 -0.157 -6.349 -0.258 -0.548 0.563
O 29.476 1.947 -5.755 -0.275 0.262 -0.721
O -10.741 -5.453 -0.328 0.144 0.01 -0.463
O 30.929 7.873 -5.516 -0.143 -0.338 0.307
O -4.187 -7.874 -3.208 -0.022 0.026 0.62
O 9.073 -0.275 -5.717 0.139 0.419 0.021
O 21.612 1.24 -2.93 -0.224 0.495 0.17
O -20.924 -6.467 26.323 -0.19 0.372 -0.094
O 0.32 -8.056 22.275 0.098 -0.03 0.268
O 7.283 3.109 24.967 0.032 -0.324 0.394
O -11.364 3.918 24.778 0.611 0.246 -0.06
O 10.117 -7.013 -5.664 -0.116 -0.167 -0.171
O 32.63 -5.634 -0.61 -0.019 -0.141 -0.351
O 7.614 7.886 -3.371 -0.189 -0.57 -0.005
O -6.738 -1.595 -2.279 0.006 -0.266 0.321
O -26.748 5.993 -6.128 -0.508 0.503 -0.407
O -17.739 2.173 23.002 -0.254 0.783 0.002
O -6.477 7.04 23.064 0.119 -0.355 0.302
O 14.683 -6.784 24.461 -0.107 -0.056 0.435
O 22.71 4.369 -1.588 0.053 -0.309 -0.296
O -16.518 -3.825 -5.21 -0.274 -0.096 0.092
O -24.619 4.087 26.332 -0.428 0.376 0.531
O -31.234 0.336 -6.826 0.091 0.274 0.474
O 27.806 -1.297 -2.159 0.198 -0.314 -0.145
O -6.902 -6.697 -2.108 -0.073 0.134 -0.432
O -28.31 3.022 24.936 -0.119 0.446 0.17
O 7.918 4.52 22.833 0.136 0.661 -0.282
O -15.423 -5.987 -6.121 0.363 0.24 -0.362
O 28.787 -1.351 23.13 -0.399 -0.078 0.369
O -5.883 -2.365 25.443 0.314 -0.253 -0.291
O -10.416 -1.029 25.601 -0.34 0.169 -0.015
O -32.352 5.102 -3.681 0.135 0.499 -0.126
O 4.3 0.317 -0.648 -0.021 -0.238 -0.227
O -14.873 -0.941 25.901 0.646 -0.011 -0.147
O 10.125 -5.108 -3.749 -0.107 0.399 0.186
O 13.647 -4.43 25.101 -0.345 0.281 0.585
O 2.91 2.484 -0.077 -0.105 -0.057 -0.529

Results
total energy: -406613.630 eV
total energy less fixed offsets of O -438.25, Si -107.07 eV per atom: -0.830 eV
